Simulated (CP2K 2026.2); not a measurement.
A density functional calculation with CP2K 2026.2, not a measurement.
Periodic cell of 2016 atoms, Si1440O576, from a study of silicon, its oxide and their interface. The atomic structure is a simulated model.
Doubt: the forces sum to 3.21 eV/angstrom along one axis rather than to zero, so they err by at least 0.0016 eV/angstrom per atom on average; the grid cutoff is modest.

Settings
functional: PBE
method: Gaussian and plane waves
basis set: DZVP-MOLOPT-SR-GTH
pseudopotentials: GTH-PBE
grid cutoff: 300 Ry, relative cutoff 40 Ry
k points: Gamma only
occupations: fixed
spin: none
net charge: 0

Cell vectors (angstrom)
a 65.28 0 0
b 0 16.32 0
c 0.1566 0.682 33.1989

Atoms and the computed forces on them: element, x, y, z (angstrom), force x, y, z (eV/angstrom)
Si 1.529 -1.407 0.082 -0.236 0.106 0.697
Si 4.28 1.204 0.043 -0.156 0.143 0.664
Si 1.158 4.461 0.199 0.048 -0.213 0.744
Si 4.232 6.649 0.175 -0.114 0.254 0.68
Si 0.742 -6.352 0.084 0.279 -0.065 0.735
Si 3.766 -3.627 0.005 0.109 -0.359 0.712
Si 6.483 -1.071 -0.06 0.17 -0.145 0.702
Si 9.417 1.264 -0.25 0.095 0.127 0.768
Si 6.45 4.403 0.01 0.319 -0.287 0.732
Si 9.24 6.903 0.068 0.218 -0.06 0.642
Si 7.148 9.252 -0.164 -0.211 0.18 0.692
Si 9.939 -4.354 0.303 -0.083 0.045 0.734
Si 12.672 -1.561 0.103 -0.31 0.203 0.677
Si 14.845 1.632 0.167 0.038 -0.103 0.743
Si 12.493 3.672 0.041 -0.095 0.226 0.687
Si 15.196 6.619 0.036 -0.263 0.146 0.738
Si 12.088 -6.597 0.19 0.127 -0.22 0.744
Si 14.77 -3.942 0.061 0.319 -0.194 0.685
Si 18.056 -1.511 -0.07 -0.281 0.068 0.703
Si 20.667 1.04 0.159 -0.132 0.293 0.743
Si 17.374 4.372 0.129 0.271 -0.035 0.786
Si 20.576 7.017 -0.068 0.06 -0.327 0.591
Si 18.113 -7.253 -0.189 -0.208 0.294 0.721
Si 20.214 -3.825 -0.085 0.12 -0.119 0.7
Si 22.955 -1.135 0.136 0.214 -0.266 0.776
Si 25.678 1.514 0.276 0.175 -0.13 0.751
Si 23.487 3.765 0.107 -0.245 0.169 0.712
Si 25.739 6.81 0.102 0.29 -0.201 0.672
Si 23.446 -7.299 -0.01 -0.174 0.405 0.652
Si 25.902 -4.214 -0.11 -0.104 0.183 0.732
Si 28.722 -1.566 0.33 -0.214 0.199 0.715
Si 31.672 0.568 0.168 -0.042 0.286 0.784
Si 28.742 3.947 0.396 -0.206 0.092 0.671
Si 31.256 6.689 0.439 0.062 0.007 0.549
Si 29.104 -7.448 -0.014 -0.102 0.214 0.718
Si 31.034 -3.743 0.353 0.151 -0.339 0.671
Si 33.979 -1.464 0.461 0.064 -0.014 0.482
Si 36.853 1.166 -0.143 -0.18 0.22 0.694
Si 33.195 4.318 -0.21 0.35 -0.15 0.646
Si 36.21 7.087 0.117 0.068 -0.17 0.759
Si 34.106 -6.953 0.265 -0.053 0.006 0.617
Si 36.114 -3.675 -0.061 0.244 -0.048 0.646
Si 39.141 -1.022 -0.139 0.062 -0.236 0.7
Si 41.797 1.821 -0.052 0.067 -0.213 0.703
Si 39.528 4.021 -0.044 -0.22 0.109 0.658
Si -23.4 7.019 -0.052 0.235 -0.123 0.684
Si 39.574 -7.156 0.069 -0.1 0.107 0.711
Si -23.116 -4.328 0.292 -0.152 0.24 0.701
Si -20.233 -1.717 -0.097 -0.121 0.243 0.719
Si -18 1.605 -0.028 0.131 -0.125 0.729
Si -20.197 3.826 0.09 -0.015 0.102 0.702
Si -17.453 6.602 0.196 -0.159 0.101 0.727
Si -20.665 -6.35 -0.071 0.291 -0.509 0.6
Si -17.886 -3.837 -0.049 0.179 -0.151 0.761
Si -14.657 -1.514 -0.046 -0.136 0.106 0.747
Si -11.926 1.373 0.144 -0.231 0.015 0.655
Si -15.278 4.336 -0.098 0.271 -0.261 0.747
Si -12.43 7.149 -0.07 0.051 -0.281 0.683
Si -14.687 -6.987 0.048 -0.106 0.063 0.716
Si -12.478 12.534 -0.119 0.194 -0.12 0.75
Si -9.843 -0.947 0.059 0.164 -0.096 0.795
Si -6.785 1.667 0.02 0.048 -0.187 0.668
Si -9.213 3.648 -0.025 -0.094 0.293 0.74
Si -7.106 7.145 -0.179 0.238 -0.272 0.696
Si -9.351 -6.999 0.155 -0.037 0.13 0.75
Si -6.539 -4.364 -0.074 -0.143 0.129 0.701
Si -3.609 -2.017 -0.055 -0.058 0.318 0.711
Si -1.643 1.702 0.054 0.12 -0.176 0.742
Si -3.756 4.057 0.016 -0.221 0.144 0.679
Si -0.991 6.705 0.176 -0.221 0.044 0.754
Si -4.312 -6.541 0.108 0.08 -0.105 0.776
Si -1.363 -4.088 0.466 -0.013 0.049 0.503
Si 2.74 0.07 1.406 0.021 0.01 -0.055
Si 5.422 2.77 1.347 0.008 -0.003 -0.025
Si 2.698 5.554 1.544 -0.008 0.006 -0.046
Si 5.499 8.258 1.283 0.034 -0.002 -0.062
Si 2.633 -5.354 1.176 -0.004 -0.005 -0.108
Si 5.399 -2.63 1.345 -0.003 0.006 -0.05
Si 8.122 0.006 1.253 -0.006 -0.006 -0.074
Si 10.841 2.554 1.243 -0.047 -0.009 -0.033
Si 8.071 5.419 1.395 -0.02 -0.012 -0.022
Si 10.856 -8.225 1.338 -0.02 -0.024 -0.037
Si 8.187 -5.502 1.316 -0.022 -0.009 -0.055
Si 11.033 -2.658 1.44 0.027 0.017 -0.037
Si 13.726 0.013 1.443 -0.022 0.043 -0.014
Si 16.322 2.817 1.523 -0.023 0.004 -0.054
Si 13.595 5.39 1.282 -0.016 0.01 -0.036
Si 16.458 -8.176 1.275 0.003 0.025 -0.053
Si 13.681 -5.466 1.462 -0.016 0.021 -0.063
Si 16.428 -2.717 1.212 0.011 0 -0.041
Si 19.078 -0.046 1.448 -0.018 -0.019 -0.063
Si 21.814 2.69 1.365 0.006 -0.019 -0.059
Si 19.215 5.431 1.166 -0.042 -0.019 -0.067
Si 21.89 -8.203 1.485 0.006 -0.01 -0.039
Si 19.08 -5.494 1.145 0.012 -0.014 -0.034
Si 21.788 -2.776 1.336 -0.017 0.015 -0.048
Si 24.491 -0.044 1.518 -0.005 0.003 -0.042
Si 27.19 2.704 1.59 -0.006 -0.015 -0.027
Si 24.53 5.354 1.469 0.011 0.001 -0.057
Si 27.358 -8.33 1.335 -0.019 0.013 -0.015
Si 24.519 -5.56 1.215 -0.012 -0.016 -0.068
Si 27.069 -2.788 1.397 -0.007 -0.036 -0.025
Si 29.971 -0.125 1.64 -0.008 0.046 -0.047
Si 32.513 2.562 1.267 0 -0.003 -0.054
Si 29.943 5.343 1.773 0.003 0.007 -0.029
Si 32.638 -8.186 1.595 0.007 0.001 -0.033
Si 29.951 -5.604 1.33 -0.038 0.043 -0.052
Si 32.596 -2.775 1.764 -0.009 0.023 -0.045
Si 35.404 0.075 1.411 0.033 0.001 -0.032
Si 37.964 2.766 1.214 0.019 -0.017 -0.057
Si 35.022 5.367 1.177 -0.032 -0.001 -0.08
Si 37.937 -8.206 1.379 -0.012 -0.004 -0.046
Si 35.3 -5.349 1.438 0.011 0 -0.062
Si 37.951 -2.673 1.132 0.007 -0.001 -0.062
Si 40.711 0.112 1.2 0.024 0.03 -0.063
Si -21.839 2.746 1.353 0.027 -0.002 -0.048
Si -24.548 5.491 1.321 0.014 0.014 -0.019
Si -21.74 -8.137 1.149 0.005 0.027 -0.028
Si -24.661 -5.558 1.466 0.003 -0.023 -0.037
Si -21.829 -2.697 1.341 0.035 0.014 -0.049
Si -19.15 -0.031 1.202 -0.011 -0.034 -0.023
Si -16.378 2.741 1.26 -0.01 -0.007 -0.061
Si -19.04 5.395 1.4 0.012 -0.003 -0.053
Si -16.263 -8.122 1.374 0.011 0.013 -0.045
Si -19.034 -5.381 1.3 0.024 0.023 -0.062
Si -16.293 -2.664 1.225 0.006 0.014 -0.039
Si -13.551 0.083 1.27 -0.008 -0.02 -0.053
Si -10.688 2.706 1.539 0.024 0.032 -0.044
Si -13.554 5.428 1.137 -0.012 0.012 -0.077
Si -10.906 8.151 1.403 0.001 -0.001 -0.038
Si -13.542 10.941 1.287 0.01 0.012 -0.028
Si -10.921 -2.643 1.267 -0.007 -0.016 -0.073
Si -8.049 0.049 1.246 -0.016 0.009 -0.066
Si -5.341 2.883 1.344 0.031 -0.003 -0.038
Si -8.16 5.447 1.114 -0.017 -0.011 -0.042
Si -5.51 8.167 1.284 -0.017 -0.001 -0.068
Si -8.121 -5.414 1.328 0.013 -0.013 -0.064
Si -5.363 -2.833 1.299 -0.005 0.002 -0.087
Si -2.734 -0.072 1.171 -0.014 -0.031 -0.051
Si -0.016 2.792 1.368 0.014 0.02 -0.073
Si -2.633 5.548 1.396 0.013 -0.007 -0.08
Si 0.004 8.282 1.537 0.037 -0.012 -0.046
Si -2.814 -5.48 1.587 -0.019 -0.003 -0.043
Si 0.049 -2.588 1.494 0.038 -0.01 -0.035
Si 1.347 1.423 2.717 0.001 0.015 0.012
Si 4.06 4.089 2.768 0.011 -0.011 0.013
Si 1.398 6.945 2.866 -0.014 -0.009 0.041
Si 4.062 9.62 2.575 -0.064 -0.009 0.013
Si 1.414 -4.03 2.741 0.019 0.006 0.023
Si 4.088 -1.304 2.777 -0.015 -0.007 0.011
Si 6.827 1.402 2.671 -0.008 -0.005 0.024
Si 9.535 4.021 2.622 0.012 -0.001 -0.009
Si 6.764 6.845 2.739 0.019 0.012 0.017
Si 9.519 -6.85 2.735 0.006 0.008 0.028
Si 6.797 -4.071 2.611 0.018 0.01 0
Si 9.518 -1.335 2.653 0.004 0.018 0.029
Si 12.208 1.295 2.718 0.006 0.021 0.005
Si 14.914 4.137 2.81 0.005 0.008 0.033
Si 12.254 6.753 2.659 0.011 0.005 0.022
Si 15.088 -6.849 2.693 -0.004 -0.023 0.019
Si 12.346 -4.055 2.813 -0.003 -0.008 0.033
Si 15.113 -1.38 2.707 0.015 -0.023 0.022
Si 17.714 1.368 2.746 -0.01 -0.001 0.007
Si 20.437 4.068 2.665 -0.011 0.015 0.01
Si 17.815 6.766 2.631 -0.011 -0.023 0.042
Si 20.45 -6.764 2.655 -0.027 0.02 0.01
Si 17.725 -4.148 2.593 0.017 0.007 0.018
Si 20.452 -1.423 2.773 0.026 0.004 0.029
Si 23.117 1.345 2.818 -0.006 0.003 0.047
Si 25.838 4.056 2.913 0.01 0.016 0.047
Si 23.163 6.703 2.82 -0.002 -0.013 0.038
Si 25.919 -6.891 2.633 0.009 0.004 0.029
Si 23.169 -4.173 2.638 0.026 0.006 -0.021
Si 25.827 -1.424 2.83 0.035 0.009 -0.014
Si 28.592 1.319 2.871 -0.008 0.005 0.028
Si 31.31 3.863 2.889 0.081 0.013 0.024
Si 28.524 6.741 2.938 -0.04 -0.002 0.023
Si 31.257 -6.808 2.865 0.008 0.025 0.016
Si 28.499 -4.219 2.686 0.009 0.007 0.025
Si 31.238 -1.425 3.064 -0.007 -0.016 0.06
Si 33.991 1.414 2.722 -0.033 -0.014 -0.001
Si 36.539 4.092 2.551 0.011 0.037 -0.001
Si 33.953 6.69 2.827 0.025 -0.035 0.051
Si 36.698 -6.739 2.737 -0.019 -0.018 0.039
Si 33.971 -4.174 2.951 0.029 -0.014 0.037
Si 36.74 -1.353 2.705 0.002 -0.015 0.017
Si 39.349 1.421 2.626 -0.019 -0.008 0.029
Si -23.168 4.148 2.683 -0.005 0.005 0.023
Si -25.95 6.77 2.712 0.011 -0.008 0.018
Si -23.136 -6.877 2.671 0.043 -0.019 0.024
Si -26.023 -4.053 2.616 -0.028 0.028 -0.007
Si -23.215 -1.277 2.59 -0.016 0.005 0.007
Si -20.506 1.291 2.632 0.033 0.007 0.025
Si -17.68 4.045 2.729 0.008 -0.017 0.021
Si -20.452 6.822 2.601 -0.02 0.01 0.009
Si -17.699 -6.776 2.645 0.017 0.011 0.008
Si -20.436 -4.061 2.685 -0.011 -0.016 0.037
Si -17.694 -1.315 2.577 -0.016 0.009 0.015
Si -14.984 1.387 2.591 -0.017 -0.017 0
Si -12.212 4.119 2.613 -0.025 0.033 0
Si -14.891 6.759 2.639 0.017 -0.027 0.021
Si -12.207 9.597 2.694 -0.022 -0.011 0.021
Si -14.986 12.251 2.614 -0.012 0.009 0.019
Si -12.245 -1.309 2.676 0.014 0.025 0.041
Si -9.354 1.303 2.791 0.008 -0.042 0.017
Si -6.787 4.188 2.631 -0.03 0.008 -0.009
Si -9.522 6.715 2.622 0.035 -0.001 0.021
Si -6.814 -6.802 2.715 0.011 -0.005 0.036
Si -9.51 12.307 2.6 -0.025 -0.003 0.003
Si -6.73 -1.375 2.58 0.011 0.012 -0.006
Si -4.061 1.329 2.601 0.031 0.028 0.022
Si -1.337 4.138 2.772 0.001 -0.003 0.045
Si -4.099 6.855 2.669 0.007 0.025 -0.002
Si -1.425 -6.815 2.887 0.002 0.017 0.013
Si -4.142 -4.088 2.858 -0.006 0.006 0.044
Si -1.385 -1.252 2.735 -0.022 0.016 0.001
Si 0.001 0.06 4.092 0.016 -0.013 0.006
Si 2.71 2.736 4.112 0 0.002 0.022
Si 0.02 5.497 4.132 -0.003 -0.005 -0.019
Si 2.804 8.285 4.108 0.039 0.019 0.018
Si 0.016 -5.394 4.099 0.037 -0.005 -0.038
Si 2.753 -2.696 4.122 0.008 -0.003 0.007
Si 5.477 0.055 4.076 -0.003 0.005 0.016
Si 8.189 2.725 4.056 -0.005 -0.004 -0.013
Si 5.431 5.465 4.098 0.006 0.017 -0.003
Si 8.16 -8.172 4.108 -0.008 0 0.009
Si 5.426 -5.394 4.002 -0.007 -0.01 -0.009
Si 8.167 -2.724 4 -0.006 0.017 0.013
Si 10.861 -0.025 4.089 0.01 -0.018 0.005
Si 13.556 2.705 4.084 -0.012 0.001 -0.009
Si 10.883 5.4 4.018 -0.011 -0.01 -0.006
Si 13.651 -8.197 4.012 -0.004 -0.004 -0.011
Si 10.903 -5.447 4.067 -0.015 0.012 -0.021
Si 13.719 -2.696 4.111 -0.017 0.008 0.015
Si 16.383 -0.005 4.109 -0.01 -0.023 0.019
Si 19.088 2.729 4.072 0.004 -0.008 0.002
Si 16.384 5.477 4.061 0.028 -0.019 -0.019
Si 19.099 -8.153 4.029 0.003 -0.007 -0.013
Si 16.388 -5.447 4.05 -0.003 0.026 0.005
Si 19.057 -2.799 4.051 -0.02 -0.005 -0.005
Si 21.767 -0.034 4.148 -0.002 -0.004 0.001
Si 24.461 2.682 4.206 -0.021 -0.001 0.003
Si 21.754 5.383 4.125 0.016 -0.013 0.004
Si 24.547 -8.201 4.081 0.012 0.014 -0.008
Si 21.798 -5.453 4.062 -0.018 0.002 0.013
Si 24.451 -2.802 4.107 -0.019 -0.012 0.003
Si 27.205 -0.063 4.174 -0.006 0.001 -0.003
Si 29.904 2.644 4.275 -0.029 0.01 0.025
Si 27.169 5.41 4.277 0 -0.017 0.013
Si 29.899 -8.177 4.212 0.007 0.002 -0.005
Si 27.174 -5.52 4.107 -0.008 0.005 -0.006
Si 29.818 -2.866 4.194 -0.007 -0.049 -0.011
Si 32.664 0.04 4.185 -0.019 0.058 -0.028
Si 35.325 2.754 4.084 0.015 0.009 0
Si 32.621 5.339 4.195 -0.024 -0.012 -0.02
Si 35.345 -8.181 4.083 0.003 0.008 -0.035
Si 32.6 -5.507 4.268 -0.017 -0.005 0.017
Si 35.367 -2.698 4.126 0.01 0.024 -0.025
Si 38.074 0.022 4.052 -0.009 0.016 -0.011
Si -24.549 2.754 4.001 0.008 -0.024 -0.015
Si -27.332 5.395 4 -0.015 -0.014 0.009
Si -24.529 -8.198 4.038 0.01 0.013 -0.017
Si -27.258 -5.394 4.103 0.007 0.009 0.005
Si -24.573 -2.696 3.929 0.004 -0.007 0
Si -21.852 -0.007 4.023 0.003 0.003 0.019
Si -19.102 2.663 3.988 -0.005 0.015 0
Si -21.799 5.491 4.015 0.005 0.005 0.02
Si -19.074 -8.156 3.969 -0.006 -0.007 0.006
Si -21.802 -5.459 4.005 -0.004 0.002 0.012
Si -19.044 -2.685 3.978 -0.005 0.004 0
Si -16.341 0.024 3.961 -0.008 -0.006 0.006
Si -13.593 2.734 3.945 0.011 0 -0.005
Si -16.288 5.431 4.016 -0.006 0.014 -0.008
Si -13.576 8.174 3.996 -0.004 -0.012 -0.009
Si -16.338 10.902 3.992 0.007 0.013 0.015
Si -13.623 -2.702 3.985 -0.004 0.002 -0.02
Si -10.831 -0.022 4.052 0.022 -0.015 -0.015
Si -8.063 2.77 4.05 -0.011 -0.001 0.003
Si -10.876 5.428 4.025 -0.002 -0.003 0.018
Si -8.182 8.118 4.004 -0.003 0 -0.021
Si -10.831 10.937 4.012 0.01 -0.001 0.01
Si -8.124 -2.699 3.972 0.022 -0.01 0.003
Si -5.417 0.002 3.992 -0.014 0.009 0.001
Si -2.709 2.695 4.03 -0.003 -0.008 -0.041
Si -5.431 5.48 4.034 -0.007 0.006 0.021
Si -2.777 8.129 4.155 -0.027 -0.013 0.025
Si -5.482 -5.483 4.143 0.001 -0.012 0.004
Si -2.713 -2.676 4.087 -0.015 0.008 -0.023
Si 1.312 -1.408 16.344 -0.017 0.005 -0.002
Si 4.043 1.335 16.323 -0.01 -0.011 -0.007
Si 1.31 3.976 16.31 -0.003 -0.018 -0.004
Si 4.072 6.79 16.346 0.001 0.003 0.007
Si 1.36 -6.857 16.344 -0.007 0.024 0.006
Si 4.085 -4.113 16.364 0.014 0.003 0.003
Si 6.772 -1.38 16.349 -0.009 -0.011 -0.001
Si 9.481 1.352 16.306 0.005 -0.013 -0.001
Si 6.755 4.081 16.337 0.006 -0.022 0.013
Si 9.555 -9.455 16.361 0.007 0.034 0.005
Si 6.828 -6.795 16.38 0.007 0.011 0.006
Si 9.487 -4.055 16.333 -0.005 -0.007 -0.006
Si 12.207 -1.301 16.289 -0.006 0.002 -0.009
Si 14.932 1.447 16.312 0.011 -0.002 -0.002
Si 12.246 4.162 16.366 0.019 0.013 0.014
Si 15 -9.49 16.353 0.007 0.009 -0.011
Si 12.246 -6.753 16.347 0.015 0.003 0.011
Si 14.928 -4.079 16.314 0.004 -0.014 -0.02
Si 17.641 -1.313 16.296 -0.015 0.011 0.004
Si 20.403 1.423 16.374 0.024 -0.006 0.007
Si 17.678 4.115 16.407 0.006 -0.011 0.016
Si 20.393 -9.446 16.354 -0.01 0.013 -0.008
Si 17.676 -6.778 16.363 -0.003 -0.008 -0.011
Si 20.411 -4.055 16.361 -0.005 0.003 0.002
Si 23.094 -1.293 16.406 0.003 0 0.004
Si 25.866 1.453 16.38 0.002 0.012 -0.01
Si 23.157 4.168 16.391 -0.001 0.007 0.008
Si 25.834 -9.449 16.441 0.008 -0.016 -0.007
Si 23.146 -6.756 16.404 0 0.008 0.008
Si 25.852 -4.013 16.403 0.018 0.013 -0.006
Si 28.575 -1.319 16.41 0.005 -0.001 -0.009
Si 31.284 1.377 16.379 0.001 0.007 -0.013
Si 28.554 4.134 16.403 0.006 -0.004 -0.01
Si 31.29 -9.466 16.403 0.021 -0.002 -0.006
Si 28.579 -6.738 16.425 0.011 -0.005 -0.003
Si 31.296 -4.022 16.399 -0.004 0.005 -0.002
Si 34.018 -1.358 16.387 -0.011 -0.001 0.002
Si 36.78 1.367 16.324 0.004 -0.006 -0.009
Si 34.025 4.108 16.354 0.007 -0.017 -0.018
Si 36.746 -9.498 16.315 0.012 -0.003 -0.013
Si 34.027 -6.763 16.371 -0.005 0 -0.004
Si 36.761 -4.068 16.368 -0.003 -0.008 -0.005
Si 39.509 -1.345 16.308 0.002 -0.006 -0.003
Si -23.094 1.374 16.249 -0.002 -0.007 -0.008
Si -25.804 4.06 16.275 0.005 -0.023 -0.01
Si -23.073 -9.496 16.25 0.01 0.011 0.001
Si -25.802 -6.795 16.299 -0.003 -0.014 -0.006
Si -23.057 -4.086 16.253 0.005 -0.008 -0.008
Si -20.371 -1.38 16.176 -0.014 0.002 -0.016
Si -17.655 1.316 16.093 0.007 -0.021 -0.007
Si -20.403 4.083 16.181 -0.001 -0.005 0.001
Si -17.678 -9.558 16.141 0.009 0.004 -0.015
Si -20.385 -6.823 16.224 0.013 -0.007 -0.006
Si -17.712 -4.12 16.159 -0.003 -0.013 0.01
Si -14.992 -1.451 16.084 -0.002 -0.01 -0.006
Si -12.231 1.343 16.094 -0.014 0.026 -0.01
Si -14.969 4.056 16.106 -0.003 -0.002 -0.017
Si -12.231 6.78 16.148 0.004 0.022 -0.001
Si -14.974 9.466 16.121 -0.013 0 -0.004
Si -12.234 -4.19 16.146 0.002 0.002 -0.001
Si -9.522 -1.437 16.172 -0.001 0.026 -0.009
Si -6.827 1.25 16.276 -0.009 0.016 0.002
Si -9.5 4.019 16.216 0.001 0.006 -0.002
Si -6.809 6.709 16.282 -0.017 -0.005 -0.001
Si -9.563 9.486 16.222 -0.012 -0.006 -0.012
Si -6.852 -4.188 16.266 -0.021 0.008 0.005
Si -4.138 -1.444 16.325 0 0.002 0.002
Si -1.403 1.275 16.321 -0.007 0.002 -0.002
Si -4.159 3.978 16.328 -0.01 0.011 0.001
Si -1.428 6.72 16.332 -0.008 -0.014 0.001
Si -4.107 9.446 16.309 -0.016 -0.009 0.011
Si -1.377 -4.137 16.351 0.002 0.002 0.002
Si 2.664 -0.022 17.675 0.012 0.017 -0.018
Si 5.385 2.692 17.697 -0.004 0.024 0.026
Si 2.694 5.346 17.611 0.024 -0.014 -0.028
Si 5.459 8.146 17.724 -0.004 -0.007 -0.023
Si 2.752 -5.519 17.715 0.004 -0.022 -0.013
Si 5.42 -2.734 17.745 0.008 -0.01 -0.004
Si 8.116 0.003 17.699 -0.01 0.006 -0.002
Si 10.844 2.739 17.615 -0.002 0.007 -0.001
Si 8.14 5.489 17.629 -0.033 0.006 -0.03
Si 10.929 -8.089 17.76 -0.009 0 0
Si 8.177 -5.409 17.757 0.005 0.009 0.022
Si 10.816 -2.626 17.639 0.011 0.029 -0.021
Si 13.58 0.063 17.626 -0.008 0.006 0.013
Si 16.243 2.782 17.754 -0.009 0.011 -0.014
Si 13.646 5.527 17.753 -0.024 -0.009 -0.013
Si 16.332 -8.135 17.748 0.004 -0.024 0.001
Si 13.568 -5.385 17.736 0.006 -0.018 0.009
Si 16.294 -2.71 17.622 -0.011 0.014 0.009
Si 18.97 0.065 17.657 -0.014 -0.015 -0.007
Si 21.793 2.805 17.716 -0.016 -0.012 0.001
Si 19.04 5.54 17.727 -0.008 -0.001 0.004
Si 21.774 -8.127 17.737 -0.006 -0.032 -0.011
Si 19.075 -5.446 17.706 0.006 -0.013 -0.012
Si 21.71 -2.662 17.75 -0.011 0.015 0.012
Si 24.483 0.117 17.707 0.001 0.007 -0.021
Si 27.22 2.785 17.794 -0.01 0.008 0.014
Si 24.485 5.52 17.828 0.002 0.009 0.018
Si 27.213 -8.082 17.795 0.006 0.009 -0.013
Si 24.516 -5.38 17.76 -0.009 0.003 0.006
Si 27.186 -2.634 17.784 0.009 -0.003 0.001
Si 29.95 0.021 17.775 -0.017 0.003 0.005
Si 32.638 2.766 17.698 0.005 -0.014 0.004
Si 29.885 5.529 17.755 -0.015 -0.004 -0.015
Si 32.67 -8.102 17.746 -0.017 -0.01 0.013
Si 29.902 -5.319 17.774 -0.009 0.004 0.021
Si 32.671 -2.707 17.797 0.005 -0.006 -0.003
Si 35.428 0.008 17.677 0.005 0.016 0.014
Si 38.14 2.722 17.693 0.007 0.004 0
Si 35.416 5.457 17.693 -0.015 0.006 -0.003
Si 38.09 -8.123 17.665 -0.002 0.017 0.009
Si 35.382 -5.41 17.748 0.013 0 0.004
Si 38.192 -2.726 17.678 0.011 0.011 0.004
Si 40.854 0.048 17.663 0.002 0.007 0.001
Si -21.711 2.724 17.578 0.002 0.003 0.027
Si -24.398 5.413 17.565 -0.012 0.002 0.006
Si -21.714 -8.149 17.647 -0.019 -0.008 0.001
Si -24.375 -5.467 17.624 -0.005 0.003 -0.015
Si -21.684 -2.716 17.587 0.021 0.001 0.023
Si -18.952 -0.051 17.477 0.007 0.011 -0.008
Si -16.329 2.689 17.432 0.01 -0.005 0.021
Si -19.077 5.475 17.516 -0.004 0.013 0.001
Si -16.276 -8.248 17.477 0.005 0.002 0.007
Si -19.027 -5.472 17.572 -0.011 0.004 0.027
Si -16.34 -2.782 17.492 0.012 0.015 -0.004
Si -13.631 -0.042 17.33 -0.006 0.006 -0.004
Si -10.866 2.631 17.514 -0.026 -0.007 0.01
Si -13.59 5.399 17.441 -0.006 0.021 -0.022
Si -10.935 8.145 17.563 -0.007 -0.029 -0.009
Si -13.617 10.784 17.488 0.003 -0.02 0.005
Si -10.841 -2.857 17.475 0.019 -0.019 0.005
Si -8.19 -0.142 17.607 0.008 -0.025 0.026
Si -5.526 2.59 17.7 0.011 0.009 0.009
Si -8.146 5.322 17.643 0.013 0.002 0.027
Si -5.489 8.09 17.658 0.024 -0.024 -0.015
Si -8.254 -5.503 17.653 0.002 0.002 0.019
Si -5.524 -2.846 17.645 -0.003 0.012 0.027
Si -2.753 -0.104 17.685 0.016 -0.001 -0.012
Si -0.064 2.624 17.703 0.011 0.022 0.009
Si -2.828 5.352 17.685 0.014 0.015 -0.001
Si -0.027 -8.249 17.657 -0.004 -0.009 0.001
Si -2.744 -5.528 17.682 0.021 -0.009 0.008
Si -0.034 -2.771 17.738 0.008 -0.005 0.006
Si 1.302 1.272 19.091 0 -0.001 -0.003
Si 4.014 4.051 19.051 0.002 0.013 -0.021
Si 1.281 6.605 18.954 -0.017 -0.007 -0.003
Si 4.097 -6.877 19.13 0.008 0.005 -0.015
Si 1.402 -4.133 19.036 -0.005 -0.014 -0.027
Si 4.017 -1.342 19.053 -0.001 0.008 -0.04
Si 6.737 1.335 19.066 -0.003 -0.029 -0.009
Si 9.463 4.098 18.928 0.021 -0.014 -0.014
Si 6.834 6.791 19.079 0.004 0.015 0.005
Si 9.609 -6.696 19.141 0.013 0.001 0.003
Si 6.776 -4.089 19.137 -0.007 0.027 -0.034
Si 9.481 -1.32 19.082 -0.015 0.002 0.014
Si 12.235 1.443 18.977 0.004 -0.018 -0.012
Si 14.946 4.181 19.191 0.042 -0.011 -0.022
Si 12.358 -9.388 19.139 0.06 0.049 -0.031
Si 14.944 -6.776 19.082 -0.009 -0.003 -0.049
Si 12.168 -3.925 18.997 0.012 0.003 -0.032
Si 14.913 -1.351 18.942 -0.03 -0.006 -0.038
Si 17.58 1.357 19.048 -0.036 -0.031 -0.021
Si 20.464 4.216 19.035 0.042 0.011 -0.02
Si 17.686 -9.477 19.167 0.011 0.02 -0.04
Si 20.435 -6.796 19.112 -0.031 0.011 -0.01
Si 17.7 -4.038 18.958 0.008 -0.013 -0.014
Si 20.259 -1.291 19.046 -0.001 -0.023 -0.025
Si 23.173 1.483 19.092 -0.005 0.025 -0.002
Si 25.905 4.19 19.181 0.006 0.01 -0.033
Si 23.09 -9.43 19.192 0.002 -0.015 -0.001
Si 25.902 -6.685 19.171 0.017 0.02 -0.004
Si 23.15 -3.991 19.071 -0.004 0.007 -0.012
Si 25.836 -1.187 19.087 0.009 0.006 -0.027
Si 28.591 1.39 19.13 0.006 0 -0.034
Si 31.249 4.139 19.043 0 -0.009 -0.018
Si 28.554 -9.428 19.184 0.013 -0.011 0.011
Si 31.317 -6.666 19.069 0.014 0.014 -0.034
Si 28.513 -3.975 19.194 0.016 -0.02 -0.045
Si 31.297 -1.348 19.157 0.002 -0.004 -0.004
Si 34.049 1.398 18.988 0.015 -0.007 -0.04
Si 36.779 4.087 19.053 -0.007 -0.014 -0.007
Si 34.068 -9.499 19.051 0.002 0.015 -0.008
Si 36.745 -6.772 19.097 0.011 -0.019 -0.007
Si 34.059 -4.054 19.175 -0.001 -0.01 0.003
Si 36.84 -1.344 19.011 -0.027 -0.002 -0.03
Si 39.52 1.408 19.086 0.011 -0.013 -0.013
Si -23.039 4.099 18.973 0.015 0.011 -0.019
Si 39.504 -9.551 18.868 0 -0.001 -0.039
Si -23.008 -6.755 19.052 0.035 0.011 -0.004
Si 39.597 -4.117 18.995 -0.023 0 -0.014
Si 42.284 -1.309 18.944 -0.005 0.022 -0.016
Si -20.241 1.35 18.808 0.006 0.009 -0.024
Si -17.69 4.087 18.749 -0.003 -0.021 -0.037
Si -20.388 -9.539 19.008 -0.001 -0.014 -0.009
Si -17.667 -6.95 18.819 -0.012 0.023 -0.015
Si -20.326 -4.06 18.974 0.012 -0.016 -0.04
Si -17.638 -1.406 18.886 0.001 -0.007 -0.016
Si -14.969 1.271 18.709 -0.002 -0.013 -0.059
Si -12.245 4.038 18.769 0.002 -0.022 -0.02
Si -14.869 -9.566 18.844 0.02 0.022 -0.026
Si -12.35 9.453 18.953 -0.024 -0.019 -0.01
Si -15.005 -4.197 18.797 -0.024 0.003 -0.006
Si -12.269 -1.433 18.587 -0.025 0.039 -0.047
Si -9.563 1.236 18.914 0.026 0.031 -0.029
Si -6.908 3.886 19.124 -0.035 -0.011 -0.009
Si -9.517 6.796 18.852 0.015 0.001 -0.05
Si -6.879 9.448 18.988 -0.021 0.005 -0.023
Si -9.625 -4.153 19.055 0.01 0.01 0.007
Si -7.004 -1.633 19.029 -0.044 -0.006 -0.021
Si -4.191 1.162 19.033 -0.005 0.007 0.004
Si -1.505 3.944 19.024 0 -0.017 -0.04
Si -4.212 6.695 19.062 0.009 0.003 -0.013
Si -1.361 -6.896 19.031 -0.025 0.022 -0.015
Si -4.114 -4.148 19.012 0.03 -0.031 -0.035
Si -1.425 -1.433 19.124 0 0.031 -0.014
Si -0.029 -0.101 20.513 0.004 -0.014 0.037
Si 2.586 2.737 20.426 -0.006 0.019 0.041
Si -0.119 5.316 20.358 -0.025 0.027 0.031
Si 2.735 7.839 20.261 0.071 0.001 0.032
Si 0.063 -5.544 20.347 -0.015 -0.023 0.031
Si 2.725 -2.737 20.429 0.005 0.003 0.041
Si 5.304 0.034 20.461 -0.016 0.018 0.057
Si 8.103 2.774 20.332 -0.02 0.023 0.008
Si 5.501 5.329 20.388 0.008 -0.047 0.039
Si 8.224 8.185 20.407 -0.023 -0.015 0
Si 5.415 -5.464 20.558 -0.005 -0.015 0.014
Si 8.105 -2.632 20.49 -0.016 -0.017 0.072
Si 10.86 0.113 20.336 0.003 -0.001 0.061
Si 13.553 2.755 20.447 -0.017 0.011 0.056
Si 10.961 5.384 20.18 0.014 -0.016 0.012
Si 13.627 -7.973 20.663 -0.033 -0.026 0.065
Si 10.908 -5.163 20.501 -0.065 -0.007 0.032
Si 13.491 -2.573 20.364 0.004 0.01 0.053
Si 16.282 -0.151 20.377 0.071 0.015 0.037
Si 18.909 2.924 20.176 -0.052 0.056 -0.01
Si 16.273 5.566 20.623 0.004 0.008 0.066
Si 19.151 -8.184 20.532 0.021 -0.015 0.041
Si 16.368 -5.375 20.299 0.002 -0.004 0.05
Si 18.905 -2.698 20.443 0.003 0.037 0.041
Si 21.671 0.136 20.263 0.012 -0.006 0.02
Si 24.544 2.813 20.53 -0.008 0.008 0.052
Si 21.793 5.455 20.6 0.016 -0.012 0.027
Si 24.512 -8.018 20.479 -0.01 -0.031 0.044
Si 21.788 -5.367 20.399 -0.009 0.01 0.047
Si 24.44 -2.51 20.4 -0.02 -0.007 0.029
Si 27.201 0.098 20.532 -0.007 0.013 0.068
Si 29.956 2.764 20.455 -0.007 -0.01 0.036
Si 27.24 5.558 20.64 -0.012 -0.011 0.027
Si 29.889 -7.934 20.419 -0.017 0.02 0.047
Si 27.13 -5.28 20.649 0.011 0.026 0.032
Si 29.884 -2.623 20.575 -0.028 -0.011 0.081
Si 32.768 0.006 20.379 0.023 0.006 0.062
Si 35.349 2.778 20.39 -0.006 0.003 0.057
Si 32.608 5.522 20.349 -0.006 0.028 0.025
Si 35.394 -8.169 20.481 0.011 0.001 0.034
Si 32.662 -5.39 20.55 -0.024 0.012 0.055
Si 35.556 -2.72 20.43 0.007 0.007 0.065
Si 38.134 0.043 20.419 0.013 0.021 0.039
Si 40.914 2.795 20.41 -0.029 -0.012 0.037
Si 38.203 5.461 20.317 0.002 -0.019 0.065
Si 40.888 -8.251 20.215 -0.003 -0.018 0.057
Si 38.235 -5.452 20.389 -0.003 -0.01 0.046
Si 40.964 -2.7 20.297 0.003 -0.001 0.026
Si 43.789 0.002 20.211 0.003 -0.022 0.043
Si -18.965 2.763 20.169 -0.025 -0.001 0.066
Si -21.689 5.405 20.422 0.007 0.004 0.074
Si -18.989 -8.204 20.328 -0.002 -0.005 0.049
Si -21.667 -5.337 20.448 -0.012 0.005 0.039
Si -18.862 -2.778 20.34 -0.007 -0.034 0.053
Si -16.325 0.023 20.175 0.01 0.018 0.064
Si -13.56 2.586 20.002 0.014 -0.019 0.042
Si -16.275 5.372 20.049 0.004 -0.002 0.045
Si -13.586 -8.301 20.386 0.006 0.001 0.035
Si -16.248 -5.674 20.138 0.014 -0.012 0.017
Si -13.688 -2.653 19.911 -0.001 0.008 0.029
Si -10.93 -0.258 20.053 0.026 -0.067 0.056
Si -8.337 2.455 20.499 0.042 0 0.054
Si -10.896 5.398 20.09 0.006 0.018 0.054
Si -8.265 8.137 20.353 0.014 -0.007 0.039
Si -11.155 -5.409 20.339 -0.007 0.022 0.057
Si -8.333 -2.906 20.637 0.028 0.023 0.045
Si -5.54 -0.354 20.266 0.058 -0.035 0.033
Si -2.892 2.557 20.394 0.005 0.002 -0.002
Si -5.602 5.332 20.479 0.016 0.053 0.007
Si -2.747 -8.273 20.353 0.006 -0.018 0.027
Si -5.549 -5.467 20.306 -0.025 0.022 0.035
Si -2.789 -2.845 20.473 -0.001 0.001 0.021
Si 1.141 -1.711 21.835 0.17 0.317 -0.663
Si 4.131 1.633 21.768 -0.136 -0.224 -0.641
Si 0.858 3.71 21.74 0.292 0.19 -0.749
Si 4.097 6.553 21.731 -0.119 -0.024 -0.651
Si 1.484 -7.032 21.488 -0.193 0.072 -0.71
Si 4.332 -3.75 21.816 -0.14 -0.285 -0.689
Si 6.502 -1.476 21.773 0.201 0.149 -0.753
Si 9.696 1.703 21.594 -0.038 -0.181 -0.719
Si 6.528 3.72 21.797 0.206 0.293 -0.687
Si 9.694 6.731 21.495 -0.154 0.194 -0.65
Si 7.106 -6.58 21.775 -0.308 -0.252 -0.692
Si 9.206 -4.16 21.911 0.39 0.325 -0.616
Si 12.371 -0.962 21.738 -0.09 -0.254 -0.714
Si 14.711 1.045 21.555 0.002 0.143 -0.682
Si 11.915 3.899 21.717 0.288 0.088 -0.663
Si 15.318 -9.021 22.001 -0.386 -0.313 -0.653
Si 12.631 -6.088 21.796 0.016 -0.143 -0.633
Si 14.937 -3.986 21.508 0.02 -0.005 -0.38
Si 17.191 -1.821 21.866 0.118 0.114 -0.644
Si 20.21 1.543 21.397 0.22 -0.016 -0.603
Si 17.899 4.32 21.771 -0.272 -0.053 -0.69
Si 20.183 -9.834 21.978 0.219 0.293 -0.67
Si 17.619 -6.843 21.647 0.163 0.196 -0.732
Si 20.599 -3.79 21.63 -0.261 -0.184 -0.692
Si 22.733 -1.427 21.606 0.252 0.18 -0.672
Si 26.143 1.733 21.871 -0.172 -0.218 -0.723
Si 23.464 4.362 21.923 -0.283 -0.157 -0.672
Si 25.568 -9.573 21.884 0.275 0.024 -0.674
Si 23.127 -6.657 21.816 0.177 0.235 -0.733
Si 25.928 -3.565 21.849 -0.111 -0.302 -0.702
Si 28.283 -1.459 21.919 0.245 0.141 -0.709
Si 31.607 1.588 21.638 -0.141 -0.158 -0.712
Si 28.452 3.908 21.871 0.116 0.236 -0.697
Si 31.456 -9.164 21.593 -0.058 -0.094 -0.742
Si 28.773 -6.428 21.915 -0.149 -0.133 -0.741
Si 31.028 -4.239 21.84 0.127 0.095 -0.78
Si 34.406 -1.117 21.671 -0.146 -0.046 -0.772
Si 36.483 1.194 21.685 0.169 0.06 -0.732
Si 33.701 3.925 21.649 0.198 0.116 -0.709
Si 37.06 -9.347 21.68 -0.225 -0.09 -0.632
Si 33.772 -7.063 21.808 0.177 0.167 -0.665
Si 37.197 -3.842 21.741 -0.223 -0.168 -0.702
Si 39.373 -1.59 21.578 0.07 0.252 -0.718
Si 42.65 1.592 21.453 -0.153 0.023 -0.746
Si 39.754 4.416 21.737 -0.06 -0.252 -0.709
Si 41.977 -9.724 21.672 0.228 0.03 -0.728
Si 39.344 -7.175 21.546 0.035 0.212 -0.717
Si 42.571 -3.617 21.771 -0.169 -0.287 -0.663
Si 44.949 -1.505 21.654 0.199 0.181 -0.715
Si -17.374 1.675 21.454 -0.093 -0.166 -0.753
Si -20.464 3.786 21.658 0.108 0.306 -0.745
Si -17.391 -9.509 21.48 -0.299 -0.098 -0.711
Si -20 -6.485 21.633 -0.078 -0.153 -0.76
Si -17.646 -4.469 21.495 -0.003 0.211 -0.702
Si -14.712 -1.135 21.351 -0.264 -0.133 -0.732
Si -12.429 0.966 21.249 0.081 0.244 -0.691
Si -15.106 3.761 21.226 -0.024 0.089 -0.676
Si -11.842 6.943 21.576 -0.37 -0.218 -0.757
Si -15.245 -7.219 21.64 0.32 0.19 -0.749
Si -12.473 -3.764 21.491 0.017 -0.258 -0.584
Si -10.132 -1.713 21.737 0.361 0.002 -0.7
Si -6.888 0.894 21.636 -0.377 -0.011 -0.66
Si -9.573 4.196 21.567 -0.147 -0.313 -0.641
Si -7.331 6.426 21.71 0.315 0.237 -0.69
Si -9.868 9.402 21.549 0.215 0.169 -0.716
Si -6.649 -4.126 21.921 -0.319 -0.066 -0.586
Si -4.471 -1.82 21.81 0.148 0.058 -0.733
Si -1.325 1.429 21.727 -0.144 -0.177 -0.672
Si -3.973 4.163 21.736 -0.326 -0.225 -0.689
Si -1.696 6.405 21.693 0.24 0.343 -0.674
Si -4.232 -6.918 21.509 0.282 0.047 -0.765
Si -1.087 -3.971 21.655 -0.175 -0.219 -0.74
Si 3.106 1.884 24.647 0.007 0.107 -0.063
Si 7.996 5.398 23.738 -0.064 -0.111 0.029
Si 1.036 6.561 25.957 0.02 -0.029 -0.158
Si 6.033 7.865 23.785 0.02 -0.068 -0.174
Si 2.814 -5.509 23.623 -0.012 0.053 0.034
Si 3.915 -1.078 -6.968 0.02 -0.011 -0.04
Si 11.88 -4.787 -4.119 0.002 0.096 0.009
Si 16.396 2.47 -6.746 -0.057 0.095 0.032
Si 10.971 -7.833 23.631 -0.063 0.003 -0.108
Si 9.451 4.889 -4.28 -0.026 0.003 0.027
Si 8.699 -3.866 24.953 0.065 0.06 -0.163
Si 10.97 -0.748 24.497 0.004 -0.006 -0.095
Si 13.454 4.108 24.238 -0.076 0.015 -0.094
Si 23.984 0.678 -6.015 0.101 -0.034 -0.07
Si 14.884 -5.888 25.721 0.087 -0.019 -0.015
Si 20.661 4.178 -4.259 0.068 0.036 0.006
Si 11.823 2.032 25.636 0.036 -0.004 0.096
Si 22.06 -0.308 24.243 -0.104 0.073 -0.13
Si 27.403 5.385 -2.07 -0.065 -0.01 0.076
Si 21.994 7.809 23.91 -0.113 -0.11 -0.014
Si 18.502 6.872 26.095 -0.017 0.026 -0.06
Si 23.983 -4.589 24.093 -0.097 -0.018 -0.086
Si 17.165 -2.064 -6.107 0.107 0.043 -0.031
Si 21.783 2.725 23.877 0.169 -0.031 -0.1
Si 25.149 3.203 -6.765 -0.007 0.008 -0.094
Si 25.969 1.44 24.871 -0.049 0.008 -0.044
Si 27.031 8.045 -6.037 -0.036 -0.084 0.01
Si -32.546 -4.527 -6.637 -0.059 -0.032 0.133
Si 23.456 6.339 25.948 0.106 -0.022 0.004
Si -32.626 -2.465 23.905 -0.043 0.031 -0.133
Si 29.563 5.867 23.847 0.082 -0.075 -0.082
Si -25.533 -6.978 24.424 -0.036 0.012 0.04
Si 27.328 8.043 24.043 0.027 0.157 -0.009
Si -32.429 0.47 -4.53 -0.004 0.005 0.028
Si 29.161 6.667 -4.232 0.111 -0.044 0.002
Si 31.428 0.37 24.484 0.133 0.119 0.032
Si -26.804 2.44 23.616 -0.018 0.056 -0.011
Si -28.609 2.57 -2.886 0.003 -0.087 -0.053
Si -26.441 6.964 26.061 0.064 0.167 0.096
Si -29.875 1.288 -5.393 -0.036 0.109 0.046
Si -30.803 -4.385 -4.244 -0.042 0.029 0.002
Si -25.674 -2.174 -2.964 0.037 -0.054 0.137
Si -23.044 1.132 -3.018 -0.007 0.098 0.003
Si -18.714 0.116 23.856 -0.004 -0.112 -0.119
Si 32.336 2.944 -2.888 0.001 0.003 0.15
Si -29.029 6.493 24.6 -0.08 0.032 -0.114
Si -26.348 7.114 -4.328 -0.077 0.097 0.023
Si -27.028 0.858 -6.593 -0.051 0.083 -0.084
Si -16.026 3.044 25.752 0.054 -0.026 0.003
Si -15.115 -3.474 23.119 0.121 -0.008 -0.303
Si -21.267 7.864 23.584 -0.083 -0.009 -0.088
Si -20.546 7.389 -6.72 0.025 0.047 -0.001
Si -18.974 -5.073 -5.441 -0.02 -0.083 0.025
Si -12.039 -3.779 -6.529 0.091 -0.011 -0.12
Si -7.292 2.229 -4.963 0.039 -0.089 -0.091
Si -13.954 3.744 23.858 0.12 -0.009 -0.157
Si -11.303 5.029 23.88 0.061 -0.017 -0.231
Si -15.195 -7.114 24.699 -0.025 -0.095 -0.142
Si -14.216 -4.497 25.783 -0.019 0.022 -0.122
Si -6.24 0.67 -2.71 0.093 -0.017 0.185
Si -7.834 2.204 25.541 0.076 -0.093 -0.106
Si 1.819 -6.373 -2.542 -0.079 0.049 0.007
Si -9.045 5.03 25.964 -0.013 0.044 -0.072
Si -5.506 7.528 23.56 0.054 0.024 0.114
Si -10.113 1.305 -4.166 0.075 0.025 0.108
Si -8.548 -5.402 24.029 0.188 -0.077 -0.009
Si -2.328 -5.342 -6.865 0.053 -0.004 -0.008
Si 5.677 1.853 -4.521 0.135 0.082 0.041
Si -3.778 5.656 25.018 -0.044 0.009 -0.002
Si 1.511 -1.696 24.906 0.047 0.016 -0.139
Si -13.376 -0.47 26.005 0.027 0.093 -0.077
Si -2.403 -5.759 23.754 0.057 -0.079 -0.179
Si 0.212 1.308 -7.024 0.175 0.084 -0.081
Si 7.196 -2.263 -2.975 -0.13 0.063 0.178
Si -2.539 -8.083 -2.047 -0.007 -0.053 0.112
Si 8.836 7.802 -4.667 0.077 0.075 -0.102
Si -2.617 -3.23 -4.959 0.04 -0.042 0.044
Si 3.726 -0.381 -3.925 0.115 -0.107 0.042
Si 8.18 0.137 23.9 0.081 -0.042 -0.085
Si 14.663 2.935 -4.376 0.044 0.057 -0.039
Si 3.839 4.128 -4.611 -0.061 -0.059 0.106
Si 12.207 -7.146 25.895 -0.068 -0.033 -0.08
Si 3.809 7.949 -2.585 0.151 -0.011 0.03
Si 10.618 -3.118 -6.339 -0.068 -0.053 -0.069
Si 12.665 0.64 -4.591 0.11 0.028 -0.045
Si 13.176 7.757 -1.872 0.085 0.04 0.117
Si 9.318 3.451 -7.053 0.004 -0.028 -0.006
Si 11.909 -7.88 -4.494 -0.138 -0.057 0.136
Si 18.514 0.591 -7.022 0.027 -0.095 -0.03
Si 16.833 -3.818 25.603 -0.033 -0.091 0.155
Si 17.094 3.254 -2.714 -0.082 0.006 -0.01
Si 16.744 0.46 -2.155 0.101 -0.006 0.221
Si 17.889 -7.552 -3.202 0.062 -0.038 0.131
Si 16.008 2.84 23.627 0.053 0.086 -0.067
Si 19.022 -0.143 23.497 -0.04 -0.161 0.048
Si 25.711 4.049 -4.053 0.011 -0.011 0.016
Si 18.257 5.835 -4.175 -0.053 0.023 0.084
Si 20.715 4.709 26.046 0.093 0.024 -0.111
Si 20.424 -6.922 25.981 -0.038 -0.084 -0.129
Si 22.364 7.757 -2.425 0.089 -0.044 0.248
Si 22.386 -2.787 25.92 -0.011 -0.113 -0.14
Si 29.927 1.995 -1.58 -0.002 -0.055 -0.033
Si 20.709 1.792 -2.712 0.113 -0.054 0.069
Si 32.241 -7.498 -6.753 -0.179 0.052 -0.091
Si 24.455 6.898 -4.687 -0.092 0.1 0.001
Si 31.857 7.817 -3.847 -0.151 -0.024 0.016
Si 27.031 -5.472 -4.965 0.026 0.101 0.006
Si 32.122 -2.569 -4.455 0.168 0.004 -0.084
Si -24.568 0.351 23.401 -0.028 -0.039 -0.079
Si -31.559 5.039 24.555 -0.078 -0.116 -0.008
Si -28.062 -5.008 24.643 0.098 0.022 -0.157
Si -24.154 -6.115 -6.708 -0.001 0.048 -0.064
Si 30.822 -4.225 -2.485 0.018 -0.053 0.096
Si 31.653 6.763 25.632 -0.013 0.131 -0.033
Si -25.716 -1.595 -5.718 -0.03 0.098 0
Si -25.744 2.2 -4.148 -0.094 0.052 -0.008
Si -22.293 -7.663 -4.831 0.046 0.01 -0.147
Si -23.69 -4.367 -2.64 0.036 -0.06 0.001
Si -23.536 -3.238 24.734 0.013 0.017 -0.064
Si -22.09 5.705 -4.953 0.105 0.039 -0.05
Si -19.116 5.609 23.64 0.057 -0.126 0
Si -17.93 4.604 -6.788 0.072 -0.033 -0.071
Si -24.766 4.916 -5.31 -0.087 -0.004 -0.032
Si -15.108 6.096 -6.847 -0.011 -0.094 -0.023
Si -15.933 -4.214 -4.823 -0.084 0.05 -0.026
Si -16.959 -7.853 -3.915 0 -0.036 0.07
Si -15.352 3.098 -2.995 -0.176 0.04 0.091
Si -11.916 -6.248 -4.853 0.084 -0.028 -0.031
Si -6.501 6.734 -3.302 -0.014 0.055 0.108
Si -12.346 1.301 24.041 -0.003 -0.033 -0.081
Si -14.085 3.426 -5.69 -0.167 0.025 -0.019
Si -8.894 -2.938 25.633 -0.024 -0.038 0.009
Si -5.251 2.366 23.716 0.024 -0.008 0.086
Si -8.05 -3.756 -2.83 -0.015 -0.028 0.252
Si -16.094 0.324 -2.211 -0.006 0.058 0.228
Si -8.527 -0.385 23.977 -0.045 -0.031 -0.163
Si -9.272 6.252 -4.847 -0.011 0.053 0.024
Si -5.253 -7.092 -4.784 -0.108 -0.065 0.149
Si -1.312 -1.365 -7.018 -0.04 -0.111 -0.032
Si -1.3 4.425 25.961 0.024 0.061 0.014
Si 1.845 -5.762 -5.263 0.021 0.031 0.047
Si 0.813 -4.584 25.4 -0.088 -0.004 -0.081
Si -0.404 8.123 23.766 -0.051 -0.108 -0.051
Si -3.169 0.127 23.979 0.025 0.059 -0.152
Si 1.642 -3.643 -3.521 0.017 0.018 0.027
Si -1.594 0.771 -2.836 0.019 0.1 0.146
Si 1.115 2.929 -4.498 0.05 0.098 0.106
Si 5.061 -5.568 -5.497 0.022 -0.085 -0.021
Si 6.422 -7.108 -3.153 0.001 -0.014 0.057
Si 4.433 -2.849 -2.782 -0.089 -0.02 0.206
Si 2.776 2.997 -2.102 0.052 -0.006 0.017
Si 0.889 -0.824 -2.896 0.098 -0.048 0.245
Si 7.554 1.004 -6.709 0.06 0.062 -0.107
Si 4.515 -7.014 25.885 0.014 0.049 -0.15
Si 9.735 -3.407 -2.545 0.145 0.031 0.088
Si 9.338 -6.686 25.666 0.078 -0.056 0.029
Si 8.396 -1.318 -5.351 0.019 -0.037 0.01
Si 11.123 -0.583 -2.242 0.052 0.016 0.068
Si 7.713 2.987 -2.402 -0.021 -0.053 0.043
Si 18.989 -5.117 23.923 0.017 -0.109 -0.165
Si 15.822 7.627 24.945 -0.084 0.011 -0.119
Si 6.237 -3.038 -6.989 0.037 -0.097 -0.063
Si 14.681 -4.066 -2.895 0.064 -0.073 0.013
Si 16.085 -5.894 -5.033 0.04 0.105 -0.046
Si 11.08 5.483 -1.908 -0.084 -0.016 0.01
Si 14.639 4.794 -6.66 -0.01 -0.115 0.07
Si 15.03 -1.309 -4.023 -0.075 0.024 0
Si 20.068 -2.968 -5.279 -0.029 -0.048 -0.18
Si 20.964 0.012 -5.261 -0.113 0.136 0.092
Si 25.855 -0.987 -4.231 -0.092 -0.069 0.07
Si 20.729 -6.943 -4.229 -0.086 0.034 -0.003
Si 21.439 -4.345 -2.949 0.042 0.166 0.127
Si 24.812 -4.588 -6.555 0.032 -0.047 -0.006
Si 27.178 -2.902 -6.351 -0.015 -0.103 0.008
Si 23.064 3.499 -2.789 -0.047 0.062 0.05
Si -32.094 2.425 26.069 0.024 -0.016 -0.015
Si 31.66 5.166 -4.677 -0.168 -0.087 0.041
Si 28.05 -5.573 -2.013 0.016 -0.005 0.009
Si 24.076 -2.716 -2.278 0.012 0.001 0.104
Si 27.531 0.265 -1.917 0.094 0.031 0.202
Si 28.628 -0.305 24.882 -0.099 -0.015 -0.138
Si -27.684 5.369 -2.145 0.159 -0.053 0.116
Si -30.305 -6.916 24.686 -0.045 -0.039 -0.191
Si -32.325 -6.241 -2.455 -0.025 0.11 0.074
Si -26.274 -4.191 -6.973 0.102 -0.03 -0.082
Si -26.043 -6.388 -2.852 0.036 0.038 0.089
Si -28.097 -4.19 -2.954 -0.028 0.011 0.154
Si -18.336 3.915 -3.836 0.082 0.034 0.013
Si -20.473 1.616 -4.304 -0.04 -0.067 0.045
Si -19.785 -2.354 -5.137 -0.027 0.039 0.079
Si -16.399 0.035 25.666 0.053 -0.06 -0.035
Si -21.176 -0.97 -3.053 0.063 0.039 0.063
Si -20.539 0.088 -6.903 0.001 0.046 -0.004
Si -17.001 -1.457 -4.646 0.026 -0.103 -0.041
Si -21.519 5.694 -2.095 -0.046 0.052 0.15
Si -23.187 -0.494 25.793 0.055 -0.148 -0.026
Si -20.966 -5.817 -3.027 -0.013 0.199 0.12
Si -16.359 -5.523 -2.233 -0.041 0.052 0.142
Si -11.418 3.256 -2.115 0.098 0.026 0.26
Si -14.084 7.837 -4.405 0.115 0.035 0.045
Si -18.806 6.604 -2.47 0.003 -0.034 0.014
Si -17.935 -7.464 -6.843 0.002 -0.009 0.016
Si -6.432 4.704 -6.67 0.134 -0.047 -0.08
Si -12.078 1.324 -6.442 -0.16 -0.136 -0.08
Si -8.829 -0.996 -2.731 -0.036 -0.076 0.032
Si -11.834 6.127 -2.933 0.062 0.006 0.095
Si -4.014 -1.289 -2.977 0.109 -0.11 0.066
Si -9.442 -7.293 -6.294 -0.02 0.056 -0.199
Si -4.923 7.162 -6.859 -0.004 -0.01 -0.11
Si -7.511 -5.276 -5.364 -0.093 0.118 -0.095
Si -1.811 3.525 -4.277 0.097 0.103 0.089
Si 2.605 4.786 23.961 -0.029 -0.007 -0.062
Si -10.716 -5.336 -2.176 -0.051 0.073 0.088
Si -2.528 -6.008 -4.128 0.002 0.054 0.075
Si 2.933 6.809 -5.225 0.041 -0.059 -0.039
Si -3.881 5.508 -2.814 0.044 -0.076 0.134
Si 1.36 -1.335 5.437 -0.015 -0.002 0.005
Si 4.093 1.377 5.448 0.001 0.003 0.015
Si 1.373 4.113 5.47 -0.002 0.012 0.011
Si 4.102 6.847 5.456 -0.012 -0.008 0.025
Si 1.385 9.577 5.462 0.003 -0.003 0.003
Si 4.114 -4.064 5.447 -0.007 -0.003 0.011
Si 6.828 -1.352 5.401 -0.006 -0.02 0
Si 9.529 1.366 5.441 0.004 0.006 0.005
Si 6.823 4.094 5.422 -0.008 0.004 -0.001
Si 9.54 6.77 5.416 0.007 -0.012 0.001
Si 6.783 -6.77 5.4 -0.009 0.007 0.001
Si 9.526 -4.072 5.399 0.011 -0.003 0.006
Si 12.275 -1.361 5.428 0.001 -0.012 0.008
Si 14.963 1.353 5.425 -0.003 0.006 0.003
Si 12.224 4.077 5.441 0.003 -0.002 0.007
Si 15.004 6.813 5.426 0.002 0.009 0
Si 12.284 -6.821 5.392 0.017 -0.004 -0.01
Si 15.034 -4.095 5.446 0.015 0.004 0.022
Si 17.729 -1.398 5.44 0.017 -0.003 0.005
Si 20.411 1.358 5.472 -0.002 0 0.006
Si 17.707 4.085 5.427 -0.014 -0.006 0.01
Si 20.417 6.803 5.44 -0.001 -0.004 0
Si 17.733 -6.81 5.418 0.004 0.005 -0.001
Si 20.432 -4.108 5.443 0.01 0.021 0.009
Si 23.125 -1.408 5.486 0.001 0.002 0
Si 25.842 1.314 5.526 0.024 0.007 0.01
Si 23.101 4.058 5.529 -0.004 -0.005 0.012
Si 25.822 6.807 5.562 -0.009 0 0.008
Si 23.154 -6.828 5.424 0.005 -0.01 -0.003
Si 25.826 -4.136 5.474 0.009 0.002 -0.008
Si 28.524 -1.437 5.545 0.029 0.005 -0.008
Si 31.291 1.32 5.595 0.018 -0.003 0.001
Si 28.554 4.048 5.584 0.009 -0.005 0.014
Si 31.259 6.743 5.523 0.011 -0.011 0.016
Si 28.533 -6.815 5.538 -0.003 -0.009 -0.003
Si 31.234 -4.127 5.572 -0.019 0.002 0.02
Si 34.012 -1.348 5.501 0.012 -0.017 0.02
Si 36.691 1.363 5.414 0.004 -0.009 0.011
Si 34.01 4.053 5.542 -0.001 -0.006 -0.003
Si -28.581 6.789 5.437 0 0.005 -0.004
Si 33.991 -6.88 5.526 0.003 -0.028 0.005
Si -28.592 -4.067 5.492 -0.015 -0.008 0.015
Si -25.859 -1.354 5.39 0.006 0 -0.007
Si -23.187 1.384 5.363 -0.01 0.009 0.015
Si -25.93 4.072 5.374 -0.009 0.001 -0.004
Si -23.174 6.79 5.405 -0.005 0.006 0.004
Si -25.859 -6.788 5.388 0.009 0.005 0.01
Si -23.191 -4.066 5.307 0.003 0 0.007
Si -20.443 -1.361 5.34 0.003 -0.013 0.011
Si -17.712 1.345 5.346 -0.011 -0.005 -0.001
Si -20.437 4.078 5.328 0.007 -0.006 0.006
Si -17.693 6.802 5.321 0 -0.001 0.007
Si -20.429 -6.806 5.352 -0.007 -0.006 0.004
Si -17.699 12.262 5.342 -0.006 0.007 0.005
Si -14.985 -1.344 5.329 -0.009 -0.005 0.011
Si -12.228 1.373 5.328 -0.016 0.002 -0.008
Si -14.939 4.063 5.353 -0.002 0.005 0.002
Si -12.217 6.818 5.361 -0.006 0.012 0.006
Si -14.974 9.519 5.331 -0.002 -0.004 0.007
Si -12.238 12.265 5.344 -0.005 0.012 -0.002
Si -9.48 -1.385 5.384 -0.001 0.022 0.008
Si -6.738 1.369 5.387 -0.011 -0.008 0.012
Si -9.504 4.071 5.375 -0.009 -0.001 0.002
Si -6.797 6.813 5.397 -0.001 0.01 0.01
Si -9.511 9.519 5.359 0.009 -0.005 0.007
Si -6.831 12.25 5.409 -0.019 -0.004 0.014
Si -4.08 -1.329 5.416 0.004 0.002 0.009
Si -1.353 1.396 5.451 0.004 0.019 0.009
Si -4.078 4.07 5.376 0 -0.013 -0.002
Si -1.374 6.796 5.486 0.003 -0.009 0.013
Si -4.096 -6.807 5.491 -0.013 0.01 0.018
Si -1.346 -4.039 5.443 -0.025 0.003 0.018
Si 2.733 0.007 6.8 0.005 -0.002 -0.004
Si 5.455 2.742 6.796 -0.001 0.004 0.002
Si 2.737 5.476 6.813 0.004 0.008 0.001
Si 5.465 -8.13 6.811 0.003 -0.005 -0.002
Si 2.747 -5.41 6.824 -0.001 0.006 -0.001
Si 5.474 -2.703 6.792 0.003 -0.002 0.004
Si 8.171 -0.001 6.791 0 0.007 -0.004
Si 10.878 2.726 6.814 -0.004 0.009 0.005
Si 8.178 5.439 6.801 0.009 -0.002 0.004
Si 10.911 -8.173 6.762 -0.004 -0.011 -0.013
Si 8.159 -5.423 6.767 -0.01 0.005 -0.001
Si 10.897 -2.723 6.774 0.009 0.001 0.005
Si 13.61 0.008 6.806 -0.011 -0.001 -0.003
Si 16.331 2.722 6.782 0.001 0.003 0.003
Si 13.622 5.444 6.774 -0.003 -0.015 -0.008
Si 16.344 -8.138 6.794 0.001 0.003 0
Si 13.629 -5.45 6.774 0.004 0.017 -0.002
Si 16.363 -2.728 6.822 -0.01 -0.014 -0.001
Si 19.052 -0.012 6.818 0.002 -0.006 0.005
Si 21.749 2.7 6.872 -0.001 0 -0.002
Si 19.05 5.449 6.806 -0.005 0.001 -0.005
Si 21.787 -8.17 6.809 -0.001 -0.002 0
Si 19.074 -5.459 6.81 0.003 -0.008 0
Si 21.751 -2.738 6.842 -0.008 0.007 0.003
Si 24.474 -0.042 6.867 -0.005 -0.015 -0.01
Si 27.184 2.679 6.905 -0.005 0.012 0.004
Si 24.455 5.434 6.885 -0.008 0.007 0.003
Si 27.188 -8.162 6.91 -0.005 -0.001 0.005
Si 24.466 -5.469 6.843 0.002 0.006 -0.001
Si 27.152 -2.769 6.885 -0.001 -0.005 -0.001
Si 29.907 -0.063 6.895 0.013 -0.008 -0.005
Si 32.642 2.711 6.911 0 0.009 0.002
Si 29.909 5.423 6.918 -0.017 0.02 -0.002
Si 32.624 -8.217 6.886 0.006 -0.001 -0.011
Si 29.886 -5.474 6.923 0.008 0.011 0.003
Si 32.624 -2.715 6.852 -0.022 0.009 -0.006
Si 35.365 0.017 6.837 -0.009 0.02 -0.008
Si -27.237 2.715 6.784 0.003 -0.007 -0.005
Si -29.922 5.45 6.851 -0.005 -0.001 -0.002
Si -27.214 -8.151 6.769 0.009 -0.009 -0.007
Si -29.945 -5.453 6.838 -0.002 0.011 -0.008
Si -27.206 -2.7 6.797 -0.007 0.005 -0.007
Si -24.509 0.008 6.746 0.005 -0.005 0.002
Si -21.805 2.736 6.706 -0.009 0.003 -0.002
Si -24.549 5.428 6.738 -0.002 0.01 0.001
Si -21.793 -8.156 6.724 0.003 0.002 0.005
Si -24.506 -5.42 6.731 0.002 -0.001 -0.005
Si -21.81 -2.729 6.685 0.007 0.004 0.002
Si -19.077 -0.008 6.702 0.011 0.005 -0.003
Si -16.331 2.708 6.689 0.003 -0.002 -0.007
Si -19.057 5.432 6.678 0.002 0.004 -0.008
Si -16.339 8.161 6.686 -0.003 -0.004 0.001
Si -19.064 10.886 6.69 0.005 -0.004 0.005
Si -16.333 -2.71 6.695 -0.002 0.003 0.001
Si -13.601 0.005 6.678 0.004 -0.006 -0.008
Si -10.869 2.706 6.714 0.008 -0.002 0.002
Si -13.583 5.435 6.698 0.005 -0.008 0.002
Si -10.866 8.166 6.725 -0.005 -0.001 -0.001
Si -13.598 10.878 6.682 0.005 0 -0.006
Si -10.866 -2.733 6.725 0.016 -0.014 -0.001
Si -8.125 -0.003 6.723 -0.002 0.005 -0.002
Si -5.4 2.71 6.768 -0.003 -0.006 -0.009
Si -8.148 5.431 6.737 0 -0.006 0
Si -5.453 8.139 6.806 0.008 0.003 0.006
Si -8.167 10.865 6.752 0.006 -0.004 -0.002
Si -5.435 -2.721 6.753 0 0.001 -0.009
Si -2.708 0.009 6.787 0.002 0.002 -0.004
Si 0.01 2.74 6.815 0.002 0.002 -0.002
Si -2.726 5.402 6.794 0.007 -0.002 -0.006
Si 0.018 8.178 6.799 -0.004 0.004 -0.006
Si -2.699 -5.43 6.792 0.011 -0.018 -0.004
Si 0.014 -2.699 6.809 0.01 0.004 -0.008
Si 1.37 1.362 8.162 -0.003 0.003 -0.009
Si 4.095 4.098 8.165 0.008 0.01 0
Si 1.365 6.814 8.173 -0.007 -0.02 0.002
Si 4.092 -6.79 8.177 -0.009 -0.004 -0.005
Si 1.369 -4.067 8.171 0.008 0.002 0.005
Si 4.09 -1.361 8.156 -0.009 -0.002 -0.002
Si 6.805 1.362 8.154 -0.005 -0.003 -0.006
Si 9.522 4.085 8.177 0.003 -0.008 0
Si 6.821 6.812 8.161 0.007 0.007 -0.002
Si 9.533 -6.801 8.116 0.004 -0.002 -0.008
Si 6.817 -4.072 8.158 -0.001 0.008 -0.004
Si 9.539 -1.357 8.148 -0.002 0.009 -0.006
Si 12.25 1.372 8.168 0.005 0.002 0
Si 14.974 4.086 8.15 -0.004 -0.003 0.002
Si 12.262 6.804 8.145 0.009 0.012 -0.004
Si 14.982 -6.787 8.162 0.005 0 -0.002
Si 12.257 -4.085 8.135 -0.008 -0.011 -0.002
Si 14.976 -1.36 8.161 -0.001 -0.005 -0.004
Si 17.681 1.361 8.163 -0.009 -0.017 -0.008
Si 20.392 4.092 8.198 0.01 -0.001 -0.007
Si 17.691 6.813 8.164 -0.001 -0.002 0
Si 20.428 -6.808 8.181 0.003 0.009 -0.002
Si 17.716 -4.088 8.181 0.01 0.022 -0.001
Si 20.408 -1.356 8.2 0.007 0.005 -0.003
Si 23.122 1.343 8.22 -0.004 0.005 -0.002
Si 25.828 4.074 8.238 0.005 -0.004 -0.004
Si 23.11 6.808 8.226 0.006 -0.009 -0.002
Si 25.825 -6.792 8.243 0.002 -0.004 -0.002
Si 23.117 -4.091 8.205 0.002 0.003 -0.007
Si 25.824 -1.383 8.246 0 -0.004 -0.002
Si 28.558 1.327 8.248 0.001 0.008 -0.007
Si 31.28 4.073 8.262 0.015 0.009 -0.004
Si 28.55 6.798 8.26 0.021 -0.003 0.004
Si 31.272 -6.833 8.243 -0.02 -0.02 -0.002
Si 28.535 -4.092 8.259 0.01 -0.01 0.001
Si 31.28 -1.383 8.254 0.004 0.001 0.011
Si 34.008 1.347 8.234 -0.002 -0.003 0.003
Si -28.567 4.074 8.181 0.009 0.006 -0.001
Si 33.995 6.776 8.24 -0.009 -0.004 0.006
Si -28.566 -6.808 8.168 -0.001 -0.006 -0.007
Si 33.981 -4.087 8.201 -0.002 -0.021 -0.003
Si -28.561 -1.354 8.178 0.006 0.002 -0.002
Si -25.869 1.352 8.126 -0.008 -0.007 -0.001
Si -23.168 4.076 8.083 -0.01 -0.025 -0.002
Si -25.866 6.802 8.127 0.004 0.006 0
Si -23.146 -6.789 8.083 0.012 0.01 -0.001
Si -25.854 -4.081 8.128 0.008 0.002 -0.003
Si -23.142 -1.365 8.078 -0.001 0.012 -0.006
Si -20.436 1.364 8.051 0.007 0 -0.008
Si -17.696 4.073 8.038 0.001 0.005 0.001
Si -20.423 6.787 8.049 -0.004 -0.007 -0.006
Si -17.703 9.518 8.039 0.005 -0.002 -0.002
Si -20.44 -4.085 8.045 -0.009 -0.01 -0.001
Si -17.708 -1.368 8.05 -0.009 -0.006 -0.001
Si -14.969 1.347 8.044 -0.002 0 -0.008
Si -12.23 4.07 8.06 0.006 0.007 -0.009
Si -14.97 6.79 8.034 0.005 -0.002 -0.008
Si -12.245 9.519 8.056 -0.003 -0.002 0.002
Si -14.965 -4.084 8.035 -0.007 0.006 -0.009
Si -12.237 -1.357 8.046 0.001 0.01 -0.003
Si -9.504 1.345 8.069 -0.016 -0.008 0.002
Si -6.788 4.065 8.099 -0.008 -0.002 -0.004
Si -9.508 6.795 8.083 0.01 0.015 -0.007
Si -6.804 9.515 8.129 -0.001 0.003 0.002
Si -9.528 -4.102 8.097 -0.022 -0.02 0.002
Si -6.789 -1.368 8.108 -0.001 0.011 -0.007
Si -4.06 1.355 8.148 0.012 0.019 0.002
Si -1.36 4.072 8.174 -0.009 -0.006 0.006
Si -4.079 6.772 8.145 -0.023 -0.01 -0.004
Si -1.347 -6.796 8.16 0 0.016 0
Si -4.075 -4.079 8.13 0.008 0.007 0
Si -1.356 -1.355 8.157 -0.005 -0.006 -0.001
Si 0.011 -0.008 9.52 0 0.002 0
Si 2.728 2.724 9.521 0 -0.003 -0.006
Si 0.002 5.439 9.522 -0.002 0.013 -0.001
Si 2.731 -8.157 9.536 0.004 0.01 -0.004
Si 0.015 -5.448 9.527 0.005 -0.008 -0.001
Si 2.732 -2.721 9.528 -0.005 -0.003 0.001
Si 5.442 0.003 9.517 -0.003 0.003 -0.001
Si 8.155 2.724 9.528 0.008 0.006 -0.001
Si 5.454 5.453 9.53 0 0.002 0.002
Si 8.183 -8.147 9.514 0 -0.013 -0.004
Si 5.456 -5.431 9.528 -0.002 0.002 0
Si 8.172 -2.71 9.516 0.001 -0.008 0.001
Si 10.882 0.011 9.521 0.003 0 0
Si 13.608 2.74 9.525 -0.004 -0.004 0.004
Si 10.894 5.457 9.519 0 -0.011 -0.003
Si 13.612 -8.149 9.513 0.003 0 -0.001
Si 10.886 -5.44 9.493 0.007 0.006 0.001
Si 13.604 -2.717 9.515 -0.003 0.007 0.003
Si 16.321 0.01 9.533 -0.008 0.003 0.002
Si 19.03 2.726 9.544 -0.009 0.005 -0.005
Si 16.327 5.453 9.52 -0.008 0.002 -0.005
Si 19.051 -8.154 9.539 0.001 -0.01 -0.004
Si 16.333 -5.43 9.538 -0.005 0.003 -0.001
Si 19.048 -2.712 9.557 0.004 -0.003 0
Si 21.758 0 9.58 -0.002 -0.008 0.001
Si 24.468 2.717 9.59 -0.009 -0.011 -0.004
Si 21.748 5.447 9.573 -0.009 0.005 -0.001
Si 24.47 -8.152 9.593 -0.005 0.005 0.003
Si 21.761 -5.44 9.568 0.001 -0.005 0.001
Si 24.46 -2.73 9.595 -0.001 0.008 0.008
Si 27.187 -0.014 9.604 0.006 -0.009 0.003
Si 29.912 2.71 9.603 0.015 0.006 -0.005
Si 27.187 5.438 9.605 -0.003 0.008 -0.001
Si 29.911 -8.165 9.617 -0.004 -0.007 0.006
Si 27.18 -5.439 9.618 -0.009 0.01 0
Si 29.907 -2.728 9.608 0.003 0.003 0.003
Si 32.641 -0.004 9.593 -0.004 0.008 0
Si -29.92 2.727 9.568 -0.009 0.003 -0.002
Si 32.636 5.436 9.614 -0.007 0 0.008
Si -29.922 -8.152 9.556 -0.007 0.001 -0.003
Si 32.63 -5.441 9.577 -0.007 0.016 -0.008
Si -29.925 -2.717 9.542 -0.003 0.013 -0.01
Si -27.209 0.009 9.524 0.007 0.001 0.001
Si -24.505 2.719 9.467 0.003 -0.004 0.002
Si -27.212 5.451 9.516 -0.001 -0.006 0
Si -24.498 -8.148 9.462 0.004 0.007 0
Si -27.207 -5.435 9.509 0 -0.001 -0.003
Si -24.492 -2.714 9.465 -0.001 -0.01 0.005
Si -21.783 0.001 9.423 0.003 -0.005 0.004
Si -19.063 2.718 9.398 -0.002 0.006 0
Si -21.791 5.441 9.418 -0.001 0.007 -0.002
Si -19.06 8.151 9.397 0.001 0.002 0.003
Si -21.783 -5.436 9.431 0.002 -0.004 0.007
Si -19.07 -2.73 9.399 0.008 0.011 0.001
Si -16.335 -0.015 9.396 -0.002 -0.004 -0.007
Si -13.598 2.699 9.399 -0.001 -0.001 -0.002
Si -16.327 5.427 9.39 0.002 0.002 0.001
Si -13.604 8.142 9.391 -0.004 0 -0.001
Si -16.33 -5.45 9.384 0.006 -0.004 0.004
Si -13.598 -2.732 9.391 0.01 -0.009 -0.005
Si -10.865 -0.022 9.414 0.01 0.008 0
Si -8.145 2.693 9.442 0 -0.001 0.001
Si -10.865 5.416 9.42 -0.009 -0.011 0.001
Si -8.154 8.133 9.463 -0.003 -0.003 0.006
Si -10.884 -5.469 9.435 0.001 0.004 0.01
Si -8.148 -2.75 9.446 0.003 -0.003 -0.001
Si -5.425 -0.027 9.478 0.009 -0.001 -0.002
Si -2.707 2.696 9.522 0.009 -0.009 0.006
Si -5.435 5.404 9.486 0.01 -0.003 -0.001
Si -2.711 8.138 9.5 0.014 -0.01 -0.007
Si -5.424 -5.46 9.481 -0.001 -0.007 0
Si -2.708 -2.737 9.502 0 0.007 -0.002
Si 1.357 -1.381 10.885 0.01 0.004 0.001
Si 4.077 1.354 10.885 -0.003 -0.005 0.005
Si 1.353 4.067 10.884 -0.01 0.004 0.003
Si 4.086 -9.521 10.899 -0.008 -0.004 0.005
Si 1.366 -6.811 10.9 -0.004 -0.002 0.008
Si 4.083 -4.087 10.891 -0.01 0.005 -0.002
Si 6.796 -1.361 10.88 -0.001 0.005 0
Si 9.517 1.37 10.888 -0.005 0.002 0.004
Si 6.803 4.086 10.897 -0.002 -0.009 0.004
Si 9.534 -9.505 10.888 0.015 0.009 0.001
Si 6.813 -6.8 10.883 0.006 0.006 -0.002
Si 9.527 -4.081 10.865 0.002 0.002 -0.002
Si 12.241 -1.35 10.878 -0.005 0.002 0.002
Si 14.963 1.379 10.891 0.003 -0.005 0.003
Si 12.247 4.104 10.889 0.003 0.005 0.001
Si 14.968 -9.504 10.88 0.003 -0.001 -0.001
Si 12.245 -6.787 10.871 0 -0.008 0
Si 14.964 -4.065 10.892 0.002 0.003 0
Si 17.68 -1.342 10.907 0.002 -0.005 -0.004
Si 20.397 1.381 10.921 0.014 -0.007 -0.003
Si 17.68 4.101 10.9 0 -0.004 -0.002
Si 20.4 -9.5 10.925 -0.002 -0.01 0
Si 17.692 -6.789 10.902 0.008 0.002 0
Si 20.408 -4.063 10.924 -0.001 0.015 -0.004
Si 23.117 -1.348 10.952 0.002 -0.003 0.004
Si 25.837 1.371 10.955 0.004 0.01 -0.002
Si 23.111 4.095 10.94 0 0.009 -0.002
Si 25.837 -9.501 10.956 -0.005 0 -0.001
Si 23.121 -6.779 10.949 0.003 0.005 0.001
Si 25.833 -4.063 10.969 0.009 -0.007 0.002
Si 28.556 -1.355 10.968 0.01 0.006 0.005
Si 31.287 1.366 10.955 0.008 -0.005 0
Si 28.56 4.088 10.96 0.001 -0.007 -0.005
Si 31.276 -9.516 10.971 0.006 0.005 -0.001
Si 28.555 -6.791 10.968 0.013 -0.002 -0.004
Si 31.279 -4.082 10.953 -0.009 -0.015 0.002
Si 34.009 -1.366 10.932 -0.004 -0.003 -0.004
Si -28.559 1.36 10.906 0.003 -0.002 -0.002
Si -31.276 4.076 10.95 -0.002 -0.006 0.003
Si -28.562 -9.517 10.901 0.002 -0.005 -0.001
Si -31.277 -6.791 10.927 0.005 -0.011 -0.003
Si -28.56 -4.08 10.89 -0.003 -0.004 -0.004
Si -25.844 -1.368 10.852 0.005 0.005 -0.001
Si -23.136 1.352 10.802 -0.011 -0.002 -0.002
Si -25.849 4.078 10.849 0.007 0.001 -0.003
Si -23.133 -9.518 10.799 0.005 -0.002 0.004
Si -25.846 -6.799 10.853 0.001 -0.003 0.001
Si -23.136 -4.083 10.809 0.004 0.012 0.003
Si -20.424 -1.37 10.765 0.001 -0.001 -0.001
Si -17.701 1.345 10.743 0.009 0.002 -0.001
Si -20.426 4.074 10.761 0 -0.007 0
Si -17.694 6.786 10.741 0.003 0 0
Si -20.42 9.507 10.763 0 -0.001 0.003
Si -17.698 -4.099 10.737 -0.007 -0.008 -0.004
Si -14.968 -1.382 10.741 -0.005 0.005 -0.005
Si -12.23 1.338 10.757 0 -0.004 -0.002
Si -14.965 4.06 10.742 0.002 0 0.001
Si -12.238 6.778 10.748 -0.005 0.011 -0.006
Si -14.974 9.498 10.734 0 0.001 -0.002
Si -12.248 -4.098 10.76 -0.006 -0.001 0.006
Si -9.513 -1.387 10.782 -0.02 0 0.005
Si -6.792 1.331 10.815 -0.005 0.001 0.003
Si -9.507 4.056 10.787 -0.001 0.011 -0.002
Si -6.797 6.765 10.827 0.001 0.002 -0.005
Si -9.521 9.491 10.797 -0.011 -0.008 0.003
Si -6.793 -4.11 10.824 0.007 0.003 0.006
Si -4.074 -1.389 10.851 0.001 0 0.002
Si -1.357 1.331 10.883 -0.006 0.008 0.004
Si -4.081 4.05 10.86 -0.002 -0.005 0.001
Si -1.361 6.785 10.883 0.001 -0.01 0.003
Si -4.077 9.49 10.856 -0.005 0.009 0.004
Si -1.362 -4.104 10.879 -0.003 0.007 0.004
Si 2.718 -0.026 12.241 -0.019 0.003 0.006
Si 5.429 2.719 12.248 0 0.007 -0.002
Si 2.708 5.43 12.245 0.008 -0.004 -0.005
Si 5.454 -8.16 12.257 0.004 0.01 -0.002
Si 2.73 -5.454 12.261 0.01 0.006 -0.004
Si 5.434 -2.724 12.25 -0.003 -0.008 -0.001
Si 8.146 0.008 12.241 0.001 0 -0.003
Si 10.867 2.754 12.243 0.01 -0.006 -0.009
Si 8.167 5.456 12.255 -0.001 -0.005 -0.005
Si 10.89 -8.137 12.249 0.005 0.004 -0.001
Si 8.166 -5.43 12.239 0.004 0.003 -0.005
Si 10.874 -2.715 12.23 -0.006 -0.004 0.001
Si 13.586 0.027 12.245 0.001 -0.006 0.003
Si 16.316 2.748 12.258 -0.001 0.001 -0.003
Si 13.606 5.473 12.251 0.001 0.002 -0.004
Si 16.325 -8.151 12.254 -0.013 -0.013 -0.001
Si 13.598 -5.427 12.247 -0.004 0.001 0.004
Si 16.312 -2.697 12.265 -0.003 0.008 0.005
Si 19.035 0.023 12.277 -0.01 -0.002 -0.004
Si 21.749 2.743 12.3 -0.011 0 -0.001
Si 19.041 5.457 12.275 -0.005 0.009 -0.002
Si 21.755 -8.136 12.296 -0.002 -0.001 -0.001
Si 19.039 -5.418 12.273 0.009 0.003 -0.001
Si 21.757 -2.704 12.305 -0.005 -0.005 -0.001
Si 24.475 0.023 12.317 -0.004 -0.004 0.005
Si 27.195 2.74 12.316 -0.001 -0.003 0.003
Si 24.468 5.467 12.302 0.001 -0.009 -0.001
Si 27.197 -8.143 12.329 -0.006 0 0
Si 24.479 -5.421 12.323 -0.005 0.008 0.001
Si 27.191 -2.698 12.335 -0.002 -0.003 0.008
Si 29.922 0.018 12.314 0 0.011 -0.001
Si 32.644 2.727 12.319 0.001 0.005 0.002
Si 29.911 5.454 12.334 0.005 0 0.004
Si 32.641 -8.136 12.302 -0.015 0.003 -0.001
Si 29.917 -5.422 12.321 -0.003 0.007 0.003
Si 32.647 -2.714 12.301 0.001 0.006 -0.004
Si 35.369 0.003 12.282 -0.004 0.005 -0.001
Si -27.196 2.731 12.239 0 0.003 0
Si -29.917 5.457 12.283 -0.003 0.004 0.003
Si -27.195 -8.149 12.24 0 0 -0.006
Si -29.913 -5.426 12.275 -0.007 0.007 -0.001
Si -27.197 -2.714 12.239 0.004 0.005 -0.003
Si -24.476 -0.004 12.185 -0.001 -0.003 -0.001
Si -21.776 2.724 12.141 0.006 -0.002 0.003
Si -24.484 5.45 12.179 -0.003 -0.005 -0.003
Si -21.77 -8.158 12.146 0.006 0.005 0.005
Si -24.486 -5.43 12.196 0.005 0.001 0.001
Si -21.769 -2.723 12.147 -0.004 -0.001 0.002
Si -19.063 -0.008 12.105 0 -0.01 0.003
Si -16.329 2.695 12.087 -0.008 -0.004 0
Si -19.056 5.433 12.102 -0.003 0.004 0.002
Si -16.332 8.142 12.092 0.007 0.003 0.003
Si -19.051 10.864 12.102 0.013 -0.002 0.002
Si -16.329 -2.75 12.086 0.011 0.006 0.001
Si -13.591 -0.037 12.092 0.004 0.004 -0.007
Si -10.867 2.685 12.124 0.004 -0.001 0.004
Si -13.598 5.417 12.092 0.008 -0.003 0.002
Si -10.873 8.107 12.124 -0.007 -0.003 0.004
Si -13.61 10.843 12.089 -0.005 -0.001 0.001
Si -10.872 -2.761 12.119 0.005 0.002 0.001
Si -8.145 -0.048 12.153 0.011 0.002 0.004
Si -5.437 2.67 12.198 0.016 0.01 0.003
Si -8.15 5.392 12.172 0 -0.004 0.001
Si -5.441 8.111 12.199 -0.004 -0.026 0.003
Si -8.149 10.828 12.163 -0.003 -0.006 0.006
Si -5.426 -2.77 12.195 0.008 0.013 -0.003
Si -2.72 -0.044 12.228 0.012 -0.005 -0.002
Si -0.009 2.694 12.244 0.002 -0.009 0
Si -2.723 5.402 12.225 0.004 0.012 -0.004
Si -0.001 8.137 12.254 0.003 0.003 -0.004
Si -2.718 -5.482 12.234 0.007 -0.011 0.001
Si -0.003 -2.753 12.248 -0.001 -0.006 0.002
Si 1.337 1.31 13.593 0.011 0.001 0.001
Si 4.058 4.069 13.607 -0.015 -0.008 0.01
Si 1.341 6.763 13.625 -0.002 0.002 0.009
Si 4.092 -6.811 13.627 -0.01 0.001 0.006
Si 1.356 -4.112 13.622 -0.008 0.001 0.003
Si 4.062 -1.385 13.623 0.007 0.001 0.003
Si 6.78 1.356 13.613 0.002 -0.006 0.007
Si 9.518 4.106 13.634 0.009 0.005 0.006
Si 6.811 -9.512 13.631 0 -0.002 0.007
Si 9.525 -6.777 13.608 0.001 -0.001 -0.002
Si 6.792 -4.088 13.606 0.005 0.001 -0.001
Si 9.5 -1.362 13.589 0 -0.007 0
Si 12.224 1.404 13.601 -0.016 0.016 0
Si 14.964 4.119 13.616 0.004 -0.003 0.007
Si 12.255 -9.482 13.619 0 -0.001 0.002
Si 14.961 -6.789 13.61 0.016 -0.006 -0.006
Si 12.228 -4.064 13.603 0.01 0 -0.003
Si 14.941 -1.326 13.612 -0.007 0.01 0.004
Si 17.682 1.404 13.626 0.006 -0.001 0.004
Si 20.4 4.118 13.66 0 -0.004 0.004
Si 17.685 -9.499 13.629 0.014 -0.009 0.001
Si 20.406 -6.758 13.645 -0.012 0.003 0
Si 17.673 -4.059 13.63 0 0.004 -0.003
Si 20.395 -1.329 13.649 0.018 -0.005 0.002
Si 23.121 1.403 13.67 0 0 -0.001
Si 25.845 4.13 13.662 -0.008 0.013 -0.002
Si 23.121 -9.481 13.665 -0.005 0.009 0.005
Si 25.849 -6.766 13.688 0.004 0.001 0
Si 23.129 -4.044 13.674 0.004 -0.002 0.002
Si 25.837 -1.32 13.694 0.016 0.012 0.007
Si 28.566 1.39 13.673 0.002 0.004 0.003
Si 31.286 4.099 13.681 0.012 -0.012 0.003
Si 28.559 -9.489 13.7 0 -0.001 0.001
Si 31.288 -6.772 13.673 0.009 -0.006 0
Si 28.569 -4.051 13.687 0.017 -0.008 0.004
Si 31.293 -1.339 13.66 -0.008 0.004 -0.001
Si 34.017 1.362 13.66 0 -0.009 0.002
Si -28.547 4.09 13.617 0.007 -0.008 0.004
Si 34.003 -9.497 13.648 -0.001 0.004 0
Si -28.541 -6.786 13.619 0.005 -0.011 0.004
Si 34.014 -4.07 13.656 -0.006 0 0.008
Si 36.735 -1.363 13.628 0.001 0.005 0.001
Si -25.825 1.349 13.559 0.016 -0.008 -0.006
Si -23.123 4.087 13.519 -0.009 0.005 -0.002
Si -25.826 -9.522 13.571 0.007 -0.007 -0.002
Si -23.121 -6.803 13.528 0.002 -0.005 0.003
Si -25.826 -4.071 13.587 -0.009 -0.001 0.006
Si -23.109 -1.366 13.529 0.006 -0.006 -0.002
Si -20.417 1.35 13.478 -0.01 0 0.004
Si -17.7 4.049 13.433 0.016 -0.002 -0.003
Si -20.395 -9.522 13.478 0.003 -0.007 0.004
Si -17.691 9.502 13.448 -0.014 0.006 -0.003
Si -20.408 -4.109 13.471 0.006 0.003 -0.007
Si -17.701 -1.393 13.425 0.006 0.002 -0.003
Si -14.952 1.33 13.424 0.008 -0.008 -0.002
Si -12.223 4.071 13.45 -0.02 0.007 -0.004
Si -14.972 6.769 13.433 -0.004 0.014 0
Si -12.248 9.473 13.435 -0.002 -0.004 -0.004
Si -14.974 -4.126 13.437 0.007 -0.012 0.005
Si -12.244 -1.41 13.456 -0.004 -0.004 -0.001
Si -9.511 1.314 13.486 -0.005 0.01 0.001
Si -6.804 4.02 13.544 -0.002 0.003 -0.002
Si -9.511 6.762 13.507 -0.01 -0.003 -0.002
Si -6.816 9.453 13.551 0.007 0 0.003
Si -9.516 -4.122 13.484 -0.012 0.007 -0.003
Si -6.789 -1.41 13.529 -0.007 -0.008 0.002
Si -4.089 1.309 13.575 -0.005 -0.002 0
Si -1.39 4.032 13.606 -0.001 0.004 0.009
Si -4.094 6.747 13.576 0.01 -0.01 -0.001
Si -1.366 9.484 13.617 -0.008 0 0.004
Si -4.096 -4.14 13.588 -0.01 0.015 0.005
Si -1.389 -1.419 13.605 -0.008 0.016 0.007
Si -0.029 -0.057 14.955 0.014 0.003 0.003
Si 2.693 2.672 14.939 -0.003 0.002 -0.003
Si -0.035 5.382 14.976 0.006 0.003 -0.003
Si 2.718 8.132 14.966 0.018 0.006 -0.008
Si -0.002 -5.479 14.988 0 -0.019 -0.002
Si 2.707 -2.758 14.998 -0.006 0.003 0.005
Si 5.421 -0.019 14.978 0.003 0.008 -0.002
Si 8.129 2.733 14.97 -0.012 -0.002 -0.009
Si 5.419 5.438 14.965 -0.005 0.01 -0.005
Si 8.178 -8.13 14.986 0.013 -0.002 -0.003
Si 5.458 -5.451 14.997 0.003 0 -0.002
Si 8.134 -2.714 14.962 0.003 -0.001 -0.003
Si 10.847 0.027 14.924 0.008 -0.003 -0.007
Si 13.571 2.791 14.964 -0.004 -0.001 0.005
Si 10.889 5.493 14.984 0.001 0.001 0.004
Si 13.615 -8.13 15 0.006 -0.005 0
Si 10.87 -5.413 14.981 0.002 0.006 0.005
Si 13.577 -2.696 14.964 -0.014 0.007 0.011
Si 16.291 0.062 14.959 -0.002 -0.002 -0.004
Si 19.029 2.766 15.016 0.001 0.004 0.003
Si 16.337 5.457 14.997 -0.002 0.004 0.009
Si 19.033 -8.115 14.982 0.001 -0.005 -0.002
Si 16.312 -5.433 14.98 -0.012 -0.007 0.003
Si 19.033 -2.699 14.994 -0.015 -0.005 0.006
Si 21.748 0.045 15.016 -0.006 0 -0.001
Si 24.488 2.787 15.02 0.006 0.002 -0.004
Si 21.761 5.488 15.025 -0.012 0.001 -0.002
Si 24.485 -8.125 15.039 -0.009 0.007 0.001
Si 21.779 -5.412 15.021 -0.005 -0.003 -0.003
Si 24.466 -2.668 15.053 -0.012 -0.01 0.003
Si 27.213 0.046 15.047 -0.005 0.006 0.002
Si 29.915 2.754 15.043 -0.004 -0.003 0.005
Si 27.179 5.489 15.06 -0.009 -0.007 0.003
Si 29.926 -8.11 15.047 0.001 0.002 0.003
Si 27.207 -5.396 15.053 0 0 0
Si 29.933 -2.674 15.035 0.002 0 0.001
Si 32.654 0.009 15.028 -0.002 0.001 0.004
Si 35.388 2.734 14.996 -0.004 0.001 -0.001
Si 32.645 5.479 15.027 -0.011 0.008 0.006
Si 35.371 -8.131 14.988 -0.005 0.002 0.006
Si 32.645 -5.406 15.032 -0.007 -0.002 0.008
Si 35.381 -2.714 15.013 -0.003 0.006 0.01
Si 38.122 0 14.954 0.01 0.012 0.006
Si -24.462 2.716 14.89 -0.008 0.007 0.007
Si -27.174 5.451 14.956 0.004 0.011 0.001
Si -24.464 -8.155 14.912 -0.006 0.002 -0.002
Si -27.176 -5.421 14.971 0.005 0.003 0.003
Si -24.439 -2.714 14.925 0.002 0.013 -0.001
Si -21.754 0.002 14.871 0.006 0.002 -0.002
Si -19.052 2.709 14.813 0.005 0.002 0.006
Si -21.754 5.459 14.849 0.004 0.005 0.005
Si -19.034 -8.161 14.829 0.01 -0.002 0.012
Si -21.741 -5.457 14.868 -0.001 0.007 0.004
Si -19.046 -2.747 14.801 0.003 -0.003 0.012
Si -16.317 -0.05 14.745 0.007 0.004 0.003
Si -13.595 2.707 14.763 0.01 -0.006 0
Si -16.341 5.406 14.769 -0.008 -0.013 0.008
Si -13.604 8.116 14.781 0 -0.003 0.01
Si -16.338 10.852 14.802 0.01 0 0.003
Si -13.59 -2.804 14.79 -0.005 0.004 0.002
Si -10.874 -0.065 14.806 0.006 -0.006 0.006
Si -8.155 2.636 14.886 0.007 -0.01 0.005
Si -10.857 5.391 14.845 -0.01 0 0.004
Si -8.173 8.09 14.92 -0.003 -0.005 0.008
Si -10.879 10.805 14.791 0.007 0.001 0.013
Si -8.143 -2.793 14.858 0.001 0.001 0.011
Si -5.441 -0.07 14.92 0.01 0.004 0.003
Si -2.755 2.657 14.968 0.009 -0.002 -0.002
Si -5.453 5.365 14.921 0.01 -0.002 0.004
Si -2.742 8.099 14.948 0.002 0.01 -0.003
Si -5.464 -5.525 14.925 0.004 -0.018 -0.002
Si -2.749 -2.79 14.973 0.002 -0.01 0.008
O 1.74 -1.379 23.325 0.378 0.307 0.164
O 5.363 2.637 22.162 0.023 -0.126 -0.081
O 3.5 5.506 22.832 0.001 -0.194 0.059
O 4.964 7.609 22.606 0.1 0.584 -0.181
O 2.836 7.27 -3.681 -0.538 -0.156 0.056
O 2.758 -6.339 22.248 0.202 -0.059 -0.419
O 3.633 -4.167 23.245 0.273 0.573 0.395
O 2.611 -0.931 25.791 -0.19 0.124 0.412
O 4.054 -1.058 -5.358 0.195 -0.141 0.075
O 1.185 -4.309 -4.917 -0.559 0.372 -0.304
O 3.452 8.016 -6.14 -0.359 0.257 0.044
O 10.777 2.804 22.147 0.214 0.063 0.156
O 7.082 4.137 23.288 -0.054 -0.416 0.547
O 8.866 5.705 22.429 0.241 -0.209 -0.281
O 11.955 7.981 24.817 0.435 -0.716 0.131
O 8.2 -5.423 22.058 -0.161 -0.199 -0.071
O 9.338 -0.844 24.493 -0.066 -0.483 0.452
O 7.273 -3.089 25.049 -0.212 -0.188 -0.143
O 17.383 3.493 23.088 0.341 -0.225 0.288
O 17.639 -0.68 -1.423 0.323 0.01 -0.325
O 15.633 1.531 22.796 0.024 -0.131 0.085
O 10.828 7.476 22.409 0.19 -0.23 -0.024
O 20.112 -4.347 23.076 0.468 0.149 0.144
O 18.303 -6.234 22.987 0.315 -0.204 0.012
O 11.696 -6.483 23.088 0.037 0.206 0.17
O 11.724 -3.866 -5.439 0.584 0.222 -0.217
O 16.817 -2.221 25.807 -0.367 0.467 -0.271
O 13.856 -5.047 22.259 0.148 -0.126 0.197
O 27.317 2.805 22.285 -0.116 0.105 0.65
O 16.045 4.027 -7.031 0.238 0.284 0.103
O 17.652 3.57 -1.241 0.494 -0.111 -0.079
O 17.552 -0.529 -6.379 -0.184 0.279 0.392
O 16.008 -2.927 22.271 -0.108 0.061 0.353
O 25.434 -5.252 -5.222 -0.274 -0.354 0.303
O 22.224 4.399 -3.863 0.096 0.258 -0.328
O 20.886 2.429 22.579 -0.302 0.581 0.088
O 24.683 5.275 25.884 0.294 -0.044 0.002
O -30.672 1.82 -6.714 0.308 0.459 -0.533
O 24.53 5.548 22.323 -0.204 -0.13 0.261
O 26.175 6.123 -1.319 -0.032 0.149 -0.134
O 22.246 -7.867 22.456 -0.471 -0.381 -0.264
O -31.204 -4.804 -5.761 0.338 -0.469 -0.28
O 27.155 -2.584 22.294 -0.08 -0.098 0.455
O 29.934 -5.352 22.377 0.031 0.116 0.701
O 32.101 -0.955 -4.509 -0.558 0.052 -0.049
O -32.616 2.744 22.085 -0.067 -0.087 0.32
O 32.606 -8.156 22.187 -0.064 -0.059 0.533
O 29.161 4.405 23.273 -0.016 -0.331 0.353
O -30.853 0.143 -4.786 0.231 -0.308 0.063
O 25.179 5.532 -4.293 0.179 0.083 -0.082
O 31.672 -3.487 23.131 -0.221 -0.298 0.527
O -28.476 0.747 -5.916 -0.113 -0.215 0.153
O -30.149 5.493 25.19 0.002 -0.027 0.269
O -31.449 -1.929 22.952 0.288 -0.133 0.354
O -28.223 1.991 22.991 -0.309 0.283 0.258
O -31.159 4.59 23.061 0.192 -0.069 0.045
O -27.129 8.139 22.07 0.065 0.175 0.098
O -25.078 -6.806 22.886 0.279 0.464 -0.068
O -28.494 -4.471 23.18 -0.371 -0.125 0.118
O 30.217 7.699 -0.361 -0.386 -0.004 -0.541
O -26.983 -2.692 22.109 -0.121 -0.108 0.558
O -22.728 7.143 -4.619 -0.331 0.111 0.333
O -19.626 -0.936 23.019 -0.146 -0.228 0.398
O -26.323 3.889 23.077 -0.234 0.387 0.299
O -22.682 7.401 22.958 -0.075 0.103 0.368
O -25.007 6.232 -4.407 0.377 0.223 0.213
O -21.522 -2.534 22.087 -0.04 0.003 0.326
O -14.953 -0.688 25.71 0.027 -0.321 0.062
O -21.564 2.659 22.095 -0.031 -0.243 0.579
O -18.074 1.152 22.81 -0.135 0.255 0.18
O -18.844 5.623 25.231 -0.21 -0.04 0.363
O -16.867 3.327 -3.521 -0.111 -0.183 0.031
O -20.186 6.732 23.229 -0.255 0.007 -0.109
O -18.463 4.657 -5.268 -0.043 0.486 -0.043
O -17.77 5.974 22.83 0.426 -0.052 0.285
O -9.93 -0.191 -3.569 -0.325 -0.153 -0.328
O -18.818 -5.445 22.127 -0.341 0.137 0.552
O -16.558 -4.041 22.637 -0.123 -0.205 0.375
O -19.634 0.975 24.881 -0.348 0.333 0.182
O -15.129 -1.902 22.729 -0.188 0.338 0.444
O -13.61 -0.026 21.796 0.129 0.166 0.158
O -17.035 -7.55 -5.498 0.205 0.091 -0.2
O -14.176 4.406 22.407 0.22 0.564 0.068
O -7.244 -4.589 -3.938 0.309 -0.222 0.025
O -11.944 6.252 23.04 -0.362 0.443 0.595
O -14.893 -6.714 23.153 0.345 0.52 0.241
O -13.721 -4.139 22.524 0.066 -0.571 0.07
O -12.665 -4.032 25.593 0.223 -0.085 -0.459
O -9.816 -0.861 23.109 -0.352 0.086 0.376
O -2.062 -6.37 -5.642 0.412 -0.566 -0.023
O -4.171 4.841 -1.357 -0.385 0.409 -0.249
O -2.72 5.176 21.945 0.318 -0.305 0.268
O -16.652 5.601 -6.828 0.043 0.027 0.033
O -10.515 3.989 22.898 0.124 -0.274 -0.055
O -8.428 5.265 22.023 0.275 -0.134 0.649
O -10.876 -8.122 21.953 0.086 -0.03 0.276
O -9.386 -6.223 22.938 -0.356 -0.171 0.363
O -7.137 -4.992 23.26 0.194 0.037 0.07
O -5.545 -2.966 22.339 0.237 -0.123 0.157
O -4.273 1.257 24.383 0.02 -0.036 0.412
O -0.207 3.827 -4.16 0.209 0.224 0.401
O -0.738 0.08 -6.64 -0.376 -0.018 0.391
O -5.426 -7.942 24.937 -0.117 0.659 -0.035
O -1.241 6.856 23.201 -0.152 -0.372 0.573
O 0.605 -7.839 22.576 0.025 -0.372 0.001
O -4.48 -8.004 -5.869 0.636 0.047 -0.322
O -0.735 -4.27 25.677 -0.004 0.285 -0.24
O 3.362 3.493 24.59 0.664 0.15 0.543
O 5.552 -4.141 -6.038 -0.046 0.129 0.245
O -0.023 -1.348 25.251 -0.264 -0.197 -0.161
O 1.374 -6.741 -4.057 -0.53 -0.448 -0.182
O 7.273 -2.116 -6.175 -0.018 -0.022 -0.037
O 5.455 -2.64 22.252 -0.01 0.119 0.06
O 6.665 -6.534 -1.641 0.037 0.332 -0.159
O 5.231 -1.371 25.64 -0.179 -0.099 -0.483
O 15.613 2.077 -5.393 0.079 -0.57 0.13
O 12.444 -0.886 -1.368 0.265 0.245 -0.343
O 8.622 8.148 -6.245 -0.5 -0.315 -0.155
O 10.827 5.271 -3.49 0.624 0.085 -0.461
O 12.003 -6.292 -4.612 0.333 0.196 -0.27
O -2.12 -4.424 -3.932 0.467 0.056 0.282
O 18.642 0.985 24.585 -0.316 0.258 -0.08
O 1.691 -3.24 25.329 0.302 -0.059 0.329
O 18.485 -2.8 -5.521 -0.162 -0.545 0.08
O 14.844 -6.523 -5.86 -0.435 -0.423 0.295
O 15.476 3.246 -3.008 -0.288 0.14 0.299
O 5.398 -6.666 -6.642 0.811 0.032 -0.091
O 17.892 -4.076 24.433 -0.091 0.428 -0.193
O 20.013 0.494 -6.469 0.107 0.378 0.011
O 19.022 5.379 22.298 0.15 -0.145 0.498
O 23.324 7.104 24.517 0.49 0.347 -0.053
O 20.762 6.818 23.498 0.07 -0.051 0.675
O -20.206 -6.217 -1.642 0.152 0.114 -0.413
O 23.505 6.656 -5.987 -0.213 0.457 -0.063
O 28.574 1.46 -2.254 -0.222 0.336 -0.416
O -27.372 6.206 -3.479 -0.51 -0.195 -0.374
O -9.238 7.47 -5.926 -0.008 -0.118 -0.198
O 22.232 1.291 24.499 0.305 0.166 0.645
O 20.279 -3.683 -3.855 -0.3 -0.26 0.058
O -21.34 8.014 25.175 -0.637 0.219 0.188
O 24.599 2.618 -0.24 -0.143 0.03 -0.498
O -15.212 2.359 -6.16 -0.028 -0.519 0.329
O 31.073 0.902 23.002 -0.344 -0.03 -0.021
O 20.028 3.195 -3.142 -0.646 0.267 0.399
O -2.074 2.054 -3.668 -0.528 -0.145 -0.256
O 21.253 8.029 -3.547 -0.188 -0.485 -0.222
O 8.422 -5.425 25.296 -0.48 -0.164 -0.04
O 25.649 7.889 -5.186 -0.278 0.155 0.388
O 28.257 -0.906 -1.082 0.311 -0.345 -0.497
O -11.333 -2.766 22.154 0.131 -0.054 0.231
O -7.214 -3.773 -1.44 0.073 0.356 -0.177
O -25.862 -1.117 -4.178 -0.078 0.685 0.174
O 3.76 3.946 -2.989 0.531 0.217 0.427
O 5.362 7.974 -3.04 0.025 -0.33 -0.196
O 3.368 -6.817 -2.379 0.21 0.257 -0.051
O 1.496 6.381 -5.837 -0.27 0.229 0.573
O 20.043 1.422 -1.298 -0.823 0.098 -0.06
O -12.126 4.544 -2.769 -0.709 -0.016 -0.216
O -28.777 -4.368 -1.485 0.252 -0.55 0.01
O 1.003 -7.09 -1.357 -0.331 -0.662 -0.397
O 4.266 -1.231 -2.643 -0.135 0.27 0.213
O -20.396 6.854 -2.298 -0.368 0.366 -0.197
O 32.314 6.281 -3.716 0.602 -0.158 0.592
O -12.626 4.366 24.522 -0.034 0.183 0.612
O -25.693 1.427 23.039 -0.052 0.002 -0.324
O -24.421 5.527 22.235 0.004 0.081 0.329
O -25.851 7.814 24.825 0.254 -0.248 -0.389
O -6.246 1.853 -3.801 0.281 0.201 0.043
O 25.542 1.253 23.316 -0.424 -0.218 0.1
O -25.133 -3.042 25.011 -0.258 0.39 -0.504
O -24.579 -5.695 -2.935 0.187 -0.07 -0.553
O 31.626 -5.509 -3.053 -0.124 -0.106 -0.213
O 20.532 0.681 -3.858 -0.036 -0.348 0.062
O 13.675 2.629 -0.415 0.135 -0.082 -0.439
O -3.146 -4.071 -6.26 -0.337 0.206 -0.357
O -23.18 0.703 22.689 0.115 -0.015 0.23
O 30.033 5.32 -4.558 -0.388 -0.45 -0.029
O -23.822 -3.886 -1.1 -0.565 0.164 -0.062
O 15.767 -7.079 25.058 0.487 0.116 -0.017
O -27.088 2.15 -3.258 0.153 -0.3 0.304
O -20.743 -7.063 22.965 -0.217 0.49 0.308
O -23.028 -4.291 25.864 0.738 0.055 0.2
O -26.054 -7.784 -3.65 0.325 0.01 -0.3
O -2.374 -3.076 -0.373 0.327 -0.216 -0.324
O -11.241 -6.262 -3.386 -0.145 -0.222 -0.035
O -30.876 -6.538 23.216 -0.118 0.572 0.132
O -19.778 -3.758 -5.924 -0.557 0.068 -0.249
O -18.614 5.01 -2.674 0.337 0.004 0.268
O 9.358 -3.625 -1.006 -0.702 0.008 -0.112
O -20.995 4.517 -1.136 -0.226 -0.189 -0.045
O 22.009 5.661 26.104 -0.177 0.157 0.089
O 13.347 -6.143 25.382 -0.153 0.364 -0.534
O -25.273 3.711 -4.39 -0.002 0.153 0.141
O -15.273 -0.756 -1.343 0.271 -0.04 -0.429
O -16.687 -0.424 -3.482 -0.326 -0.049 -0.398
O 1.581 1.63 25.161 -0.331 -0.556 0.046
O -9.486 4.888 -5.718 0.066 -0.485 0.273
O 15.06 7.039 23.614 -0.132 -0.641 0.216
O -8.636 0.975 24.853 -0.428 0.159 0.179
O 26.143 3.455 -5.498 0.682 -0.239 -0.093
O -20.355 1.356 -5.908 0.341 0.215 -0.229
O -23.491 -6.784 -5.426 -0.392 -0.019 0.142
O -13.103 6.824 -3.633 -0.043 -0.181 0.23
O -6.839 3.687 -5.489 0.183 0.226 0.27
O 1.211 -6.248 -6.642 0.204 -0.449 -0.05
O -10.157 -6.362 -1.084 -0.228 -0.285 -0.456
O -32.429 -0.498 -0.277 -0.165 0.102 -0.438
O -2.732 2.848 -0.378 0.103 -0.074 -0.2
O 30.228 7.851 -3.895 -0.197 0.51 0.191
O -25.418 -1.449 -1.542 0.613 -0.143 -0.163
O -11.61 1.378 22.612 0.894 0.031 -0.055
O -3.899 -1.043 23.124 0.19 -0.268 0.511
O 5.311 8.103 25.192 -0.165 -0.256 0.258
O 13.6 5.066 25.521 -0.21 0.17 0.34
O -3.469 6.936 25.992 0.444 0.273 0.291
O -18.83 -6.117 -6.678 -0.046 0.164 -0.301
O -9.528 -4.362 -2.646 -0.151 0.174 -0.399
O 26.665 -1.709 -5.409 0.032 0.213 -0.236
O -18.41 -2.16 -4.315 -0.166 -0.393 0.209
O 24.932 0.202 -4.799 -0.245 0.101 0.295
O 15.146 -4.549 -1.415 0.178 -0.587 0.019
O -0.232 2.567 22.154 -0.198 -0.164 0.177
O 8.719 0.119 -6.013 0.563 0.221 0.17
O 5.1 3.252 -5.108 0.357 0.234 -0.251
O -11.648 6.732 -1.438 0.506 0.103 -0.066
O -31.752 -3.12 -3.84 0.209 0.279 0.193
O 2.366 3.713 -5.162 -0.339 -0.042 -0.532
O 13.155 -4.443 -3.217 -0.348 0.249 0.129
O -1.595 -4.551 23.077 -0.1 0.359 0.293
O 11.695 4.114 -1.321 -0.136 -0.212 -0.15
O -3.584 -6.117 22.755 -0.39 0.074 0.26
O -7.703 0.094 -2.409 -0.275 0.384 0.339
O -11.007 -6.904 -6.051 -0.249 -0.317 -0.495
O 2.584 -2.562 -0.387 -0.048 0.06 -0.108
O -2.425 4.817 24.875 0.068 -0.237 -0.349
O 7.752 -1.036 -3.884 0.227 0.524 0.167
O -15.865 -2.598 -4.784 0.335 0.086 -0.133
O 21.586 6.741 -1.364 -0.042 -0.192 -0.36
O 14.747 -2.455 -2.931 0.034 0.285 0.25
O -6.955 6.908 23.234 -0.532 0.129 0.611
O -29.853 0.052 22.217 0.093 0.061 0.477
O 1.026 -0.667 -1.285 -0.507 0.472 -0.092
O -4.982 4.814 25.731 0.168 -0.784 0.038
O 4.405 1.075 -3.903 -0.082 0.312 0.468
O -13.735 2.135 23.849 -0.715 -0.348 0.202
O -16.259 1.569 25.195 -0.227 0.11 -0.515
O 23.541 -1.536 -1.323 0.185 0.205 -0.201
O 6.829 3.998 -1.519 -0.322 0.21 -0.352
O 12.345 7.781 -5.898 0.266 -0.687 0.009
O -6.616 6.745 -1.675 0.007 0.088 -0.018
O 9.765 4.278 -5.741 0.369 0.072 0.062
O 5.855 -2.973 -3.511 0.308 -0.362 -0.373
O 8.285 -3.422 -3.228 -0.084 -0.484 -0.356
O 29.832 -2.698 0 -0.104 -0.358 -0.244
O 7.434 1.008 25.045 -0.36 0.031 -0.042
O -18.125 7.219 -1.147 -0.242 0.649 0.011
O 21.678 -5.767 -3.667 0.306 -0.226 -0.433
O 24.701 -5.025 25.488 0.084 -0.397 -0.02
O 11.473 0.297 -3.547 -0.175 0.188 -0.09
O -14.982 3.848 -1.617 0.483 0.183 -0.251
O 16.726 -7.115 -4.218 -0.138 -0.389 -0.217
O -15.336 -6.247 -1.233 0.159 -0.119 -0.067
O -24.297 -6.52 25.343 0.569 -0.455 -0.019
O 20.844 -7.029 -5.832 0.101 0.439 0.105
O 15.927 -0.173 -3.365 0.175 0.356 -0.307
O 5.304 5.516 -0.266 0.006 0.033 -0.414
O 20.803 -3.733 -6.533 -0.095 -0.601 -0.25
O 1.985 3.945 -1.084 0.138 0.42 -0.433
O 24.665 7.968 -0.29 -0.018 0.186 0.069
O 13.027 7.922 -3.455 0.493 -0.259 -0.308
O -6.151 -6.081 -5.676 0.225 0.053 -0.55
O 26.309 0.855 -1.059 -0.297 0.089 -0.269
O -17.122 -0.64 -6.026 -0.322 0.258 0.105
O 12.08 0.871 -6.078 0.056 -0.132 -0.002
O -1.992 0.795 23.081 0.255 0.076 0.107
O -8.242 -1.582 25.031 0.583 0.071 0.138
O -29.367 -5.729 25.228 -0.042 0.166 0.697
O 3.45 -5.595 -5.303 0.034 0.099 0.08
O 28.345 4.784 -0.926 0.55 0.23 -0.132
O -26.396 -6.58 -1.282 -0.368 0.492 -0.09
O 19.204 -6.774 -3.736 -0.079 0.288 -0.086
O -24.628 2.915 -0.508 -0.063 -0.04 -0.377
O 3.579 1.865 -1.28 0.1 0.005 -0.355
O 28.217 6.71 23.999 -0.174 -0.21 -0.118
O -5.307 5.65 -3.578 0.052 -0.45 -0.67
O 3.35 1.256 23.163 -0.063 -0.269 0.002
O -32.618 1.251 25.068 0.33 -0.303 0.109
O -13.29 -7.109 -4.754 -0.135 0.307 -0.231
O 32.143 5.582 -0.423 0.015 0.095 -0.484
O -11.89 -4.445 -1.494 -0.104 -0.243 -0.225
O -7.963 -4.231 -6.523 0.331 0.299 -0.134
O -17.496 -0.627 24.657 0.188 -0.545 -0.113
O 32.371 3.791 -4.26 0.018 0 -0.283
O 4.035 5.616 -5.193 0.755 0.046 0.067
O -18.103 7.345 -3.71 -0.137 -0.028 -0.31
O -28.666 4.141 -2.513 -0.42 -0.033 0.269
O 15.638 -4.753 -3.99 0.371 0.162 0.011
O -8.646 -6.28 25.421 -0.081 -0.242 0.162
O -3.555 -7.227 -1.143 0.024 0.102 -0.172
O -0.349 4.882 -6.989 -0.078 0.021 0.189
O 0.058 5.553 -0.327 0.098 -0.066 -0.476
O 24.82 0.774 25.817 -0.322 -0.345 -0.119
O -24.252 0.38 24.958 -0.332 0.418 0.461
O 9.728 -3.399 26.107 0.06 -0.032 0.124
O 26.067 3.024 25.287 0.207 0.493 -0.423
O 23.066 -0.719 23.038 0.296 0.381 0.353
O 7.035 -1.727 -1.455 0.456 -0.286 -0.124
O 3.592 -6.283 24.787 -0.366 -0.117 0.276
O -17.457 -4.677 -5.067 0.085 0.059 0.001
O -30.09 -8.03 -0.359 -0.119 0.095 -0.503
O 13.633 -2.82 -0.238 -0.186 -0.044 -0.4
O 27.105 -5.049 -0.819 0.187 -0.202 0.023
O 31.659 -3.924 -1.135 0.322 0.104 0.04
O 0.441 7.795 25.093 0.23 0.261 0.176
O 31.883 -5.91 -6.872 -0.474 0.038 -0.169
O -27.08 -2.954 -2.819 -0.261 0.204 -0.016
O 22.694 -3.698 24.586 -0.396 0.151 -0.157
O -10.502 -3.4 -6.876 -0.002 0.249 0.041
O 27.4 0.725 25.089 0.175 -0.146 0.173
O -10.266 5.517 25.023 -0.086 0.31 0.065
O 14.263 4.326 -5.147 -0.112 0.435 0.146
O -18.977 7.618 -7.027 0.108 -0.241 0.014
O 31.396 -7.94 25.771 -0.432 0.209 -0.283
O -21.833 -7.113 -3.412 -0.447 -0.512 0.405
O -5.809 1.207 -1.238 0.543 0.189 0.037
O 28.605 -7.001 -1.503 0.166 -0.387 -0.299
O -9.39 -1.614 -1.351 0.06 -0.505 -0.183
O -21.752 5.012 -3.538 -0.254 -0.634 0.063
O -16.208 2.742 21.899 -0.049 -0.091 0.352
O -3.707 -2.369 -4.135 -0.571 0.093 -0.3
O -19.118 2.724 -0.492 -0.201 -0.145 -0.111
O 29.276 -4.554 -2.222 -0.146 0.024 0.102
O -22.769 1.397 -1.446 0.483 0.144 -0.182
O -21.044 -7.66 -5.855 0.141 0.525 -0.086
O -11.097 2.18 -3.257 -0.119 -0.002 -0.008
O -6.571 2.646 24.608 -0.212 0.543 0.102
O 19.315 7.462 -6.959 -0.136 -0.018 0.326
O -26.539 -0.663 -6.743 0.107 -0.39 -0.328
O -1.559 -2.19 -5.632 0.127 -0.077 0.34
O 25.071 -3.771 23.222 -0.226 0.101 0.415
O 22.752 -7.252 -1.506 -0.136 0.29 -0.145
O 24.95 -2.084 -3.467 -0.239 -0.182 -0.431
O -4.385 6.352 23.673 0.107 -0.071 -0.341
O -15.326 4.003 24.653 -0.159 0.502 -0.215
O -14.952 -4.783 -5.962 0.132 0.023 0.162
O 28.222 6.451 -2.943 -0.226 0.546 0.092
O 24.533 3.187 -3.362 0.207 -0.472 0.086
O -26.879 7.266 -5.861 -0.283 0.399 -0.122
O 0.742 1.825 -5.594 0.011 -0.405 0.101
O 10.359 8.089 -4.16 -0.036 -0.163 0.456
O 5.808 -5.958 -4.114 -0.149 0.296 0.029
O 17.645 6.072 -5.648 -0.371 -0.232 0.177
O 27.526 -6.745 -5.827 0.626 0.175 0
O 23.007 3.663 23.351 0.398 -0.049 0.251
O 25.015 -3.644 -1.349 -0.014 -0.27 -0.423
O -0.014 -2.833 22.109 0.102 0.147 0.512
O 12.781 -7.166 -1.173 0.124 0.087 -0.569
O -7.386 -0.102 22.854 0.044 -0.095 0.14
O -1.415 7.531 -1.151 0.212 0.031 -0.303
O -6.111 -8.08 -3.815 -0.004 0.392 0.326
O -25.997 1.595 -5.612 0.496 0.173 -0.343
O -8.195 -2.273 -3.471 0.299 0.145 -0.791
O -11.471 2.01 25.2 0.443 0.192 -0.089
O 20.495 3.396 -5.664 -0.298 -0.419 0.061
O 15.408 -4.463 25.145 -0.199 0.241 -0.178
O -5.389 -5.46 -0.505 0.127 0.03 -0.391
O 17.956 2.067 -6.638 0.269 0.219 0.188
O 19.86 5.573 -4.278 0.304 0.452 0.105
O 6.769 2.073 -3.347 0.114 -0.145 0.263
O -1.072 1.202 -1.374 0.247 0.074 -0.194
O -6.033 6.195 -6.162 -0.107 0.336 0.305
O 23.421 -3.822 -6.23 -0.024 0.099 0.538
O 6.258 0.983 -5.751 -0.533 -0.423 0.036
O -3.053 -5.292 25.15 -0.629 0.052 0.436
O -5.335 -0.477 -3.373 -0.206 -0.137 -0.642
O 15.681 1.003 -1.066 -0.029 -0.324 -0.23
O -22.845 6.349 -1.441 -0.287 -0.215 -0.533
O -14.293 -6.093 25.573 0.367 -0.173 -0.023
O 17.529 -7.021 -1.704 -0.56 0.288 -0.158
O 30.589 6.527 22.804 -0.25 0.14 -0.104
O 10.86 -6.241 26.023 0.084 0.384 0.057
O -2.525 -0.515 25.32 -0.28 -0.119 0.352
O 28.199 7.06 -5.478 -0.086 -0.292 -0.184
O -8.674 -6.379 -5.205 -0.082 -0.05 0.645
O -26.379 4.764 -1.371 0.011 0.339 -0.439
O 23.933 2.291 -6.197 -0.712 0.324 0.332
O 21.814 -0.044 -0.226 0.013 0.009 -0.27
O -13.227 0.172 -6.291 -0.437 0.033 0.545
O 5.425 0.13 -0.441 0.14 0.118 -0.542
O -21.953 0.474 26.099 -0.186 0.134 0.057
O 20.88 -4.465 -1.431 -0.028 -0.409 -0.05
O -4.139 -6.231 -3.985 -0.221 0.126 0.526
O 10.58 -4.604 -3.185 -0.086 -0.381 0.021
O 17.055 -5.239 -6.176 0.367 0.111 0.126
O 8.226 8.059 -0.504 0.232 -0.003 -0.28
O 4.491 -3.78 -1.46 0.568 -0.236 -0.194
O -15.112 -3.702 24.704 -0.422 0.354 0.389
O -0.39 -5.2 -0.279 0.215 0.2 -0.354
O 11.329 0.798 24.735 0.204 0.088 -0.441
O 13.07 2.649 24.817 0.456 -0.223 -0.168
O 11.56 -1.603 25.726 0.443 -0.085 0.1
O 17.375 7.15 24.968 0.068 -0.299 -0.219
O 8.546 2.155 -1.296 -0.445 0.002 0.043
O -27.244 -5.477 -3.422 -0.037 -0.326 -0.409
O 20.796 -1.561 -5.095 0.529 0.011 0.412
O 3.196 -3.259 -3.718 0.123 0.072 -0.277
O 11.588 -1.347 23.123 0.055 -0.327 0.238
O 11.012 -5.459 -0.258 -0.092 0.132 -0.568
O 22.447 -1.214 25.519 -0.072 0.367 0.572
O -19.059 -2.785 -0.505 0.12 -0.126 -0.321
O -2.808 -0.262 -2.756 -0.127 0.321 -0.043
O -7.572 5.586 25.573 0.019 0.453 -0.803
O -24.551 8.115 -0.459 -0.227 0.169 -0.37
O 21.707 -2.644 21.96 -0.232 0.082 0.053
O 16.321 5.518 -0.38 -0.004 0.143 -0.108
O 26.053 -2.841 26.063 -0.082 0.392 -0.284
O 14.632 7.279 -1.362 0.26 0.246 -0.457
O 18.014 7.141 -3.244 0.079 -0.173 0.486
O -25.598 5.091 -6.684 0.076 -0.302 -0.414
O 19.146 -2.653 -0.536 -0.307 0.148 -0.646
O 30.756 3.011 -2.505 -0.505 0.602 -0.091
O -24.43 -3.135 -3.401 0.499 -0.078 -0.653
O 28.738 -0.792 23.333 0.654 0.153 0.046
O 30.894 -2.981 -3.492 -0.413 0.497 -0.291
O 27.801 -4.127 -5.468 0.643 0.172 0.409
O 23.597 -5.837 23.154 -0.001 -0.335 0.157
O 14.911 6.358 -6.932 0.043 0.533 0.534
O 19.381 8.062 -0.498 0.198 0.023 -0.006
O -15.487 -4.775 -3.371 0.377 0.044 0.022
O 23.087 4.312 -1.381 0.209 0.674 -0.185
O -19.911 -1.233 -6.259 0.536 -0.039 -0.357
O -22.11 -4.633 -2.96 -0.009 0.473 -0.117
O 32.395 -7.806 -5.188 0.456 0.15 0.182
O 2.141 -0.291 -3.742 -0.174 0.415 -0.492
O -27.78 6.246 25.568 -0.239 -0.571 0.031
O 19.091 0.549 22.05 -0.682 -0.207 -0.435
O -16.76 -6.839 25.097 -0.076 0.277 -0.478
O -10.51 6.4 -3.817 0.06 0.112 0.19
O -1.85 -7.037 -3.083 0.748 0.016 0.104
O 7.039 6.647 24.045 -0.226 0.099 0.544
O 29.677 2.721 -0.158 0.026 -0.303 0.183
O -32.523 1.409 -3.208 0.071 -0.308 0.303
O -30.338 -2.535 -0.378 -0.234 -0.097 -0.264
O -8.887 3.415 25.803 -0.164 -0.077 0.188
O -16.349 7.952 21.969 0.038 0.083 0.163
O -29.054 1.732 -1.556 -0.216 -0.119 -0.121
O -15.429 8.088 -3.523 0.091 -0.063 0.767
O 30.9 0.755 -1.254 0.076 -0.278 -0.617
O -14.35 3.665 -4.121 0.354 0.137 0.035
O -4.318 -1.91 -1.518 -0.546 -0.297 -0.08
O 4.133 1.129 25.651 0.233 0.442 0.08
O -23.197 4.788 -5.682 0.132 -0.415 -0.555
O -20.924 -1.294 -1.501 -0.529 0.033 0.102
O -28.429 6.434 -1.211 -0.008 -0.021 -0.194
O -0.36 -0.017 -3.489 -0.079 0.159 -0.752
O -32.018 3.584 -1.699 0.418 -0.006 -0.106
O -29.259 -3.959 -4.059 0.154 0.096 -0.391
O 17.553 1.69 -2.86 0.796 -0.337 -0.316
O 10.483 -1.987 -2.689 0.275 0.164 -0.139
O -10.756 1.017 -5.604 0.433 -0.239 -0.314
O -12.348 2.432 -1.05 -0.312 0.101 -0.009
O 17.604 4.449 -3.668 -0.329 0.003 -0.446
O 1.264 4.311 23.202 -0.244 -0.064 0.483
O 9.781 -2.139 -5.358 0.061 0.36 0.511
O -19.812 -5.565 -4.134 0.339 0.022 0.05
O -5.764 1.878 22.271 0.165 0.367 -0.37
O -10.089 3.858 -1.387 0.397 0.547 -0.303
O 32.257 1.384 -5.745 -0.59 0.275 0.159
O -26.854 -6.072 24.585 -0.004 -0.097 0.153
O 21.608 -7.394 24.999 0.312 0.582 -0.025
O -17.273 -4.47 -1.418 0.033 0.087 -0.274
O -32.339 3.856 25.351 -0.399 0.335 0.184
O 30.02 0.429 25.293 0.103 0.295 0.194
O 28.404 -1.614 25.813 0.445 -0.574 0.116
O 7.092 -0.745 23.107 -0.181 0.114 0.449
O 9.701 5.963 -1.201 -0.442 -0.298 -0.168
O -24.134 -1.626 -6.075 0.203 -0.31 0.269
O 20.914 3.541 24.958 -0.504 -0.147 0.127
O -21.985 -5.412 -0.113 -0.064 -0.172 0.023
O 10.149 0.194 -1.225 -0.065 -0.332 0.193
O 28.128 -7.085 23.273 -0.039 0.282 0.212
O -14.784 7.648 24.976 0.413 -0.163 -0.295
O -17.317 0.955 -1.356 -0.263 0.089 -0.583
O -22.694 -0.437 -3.255 -0.279 -0.318 0.157
O 27.253 -5.734 -3.395 -0.155 -0.148 -0.008
O -31.972 -6.115 -0.886 -0.406 0.471 -0.012
O -16.347 5.538 -0.339 0.217 -0.028 -0.519
O -20.962 -2.238 -4.03 -0.386 -0.661 -0.231
O -24.571 1.42 -3.382 -0.204 -0.304 -0.032
O -4.406 3.678 23.26 -0.059 0.091 0.33
O 26.003 7.629 23.201 -0.233 0.285 0.342
O 16.484 -7.892 22.139 0.29 0.095 0.134
O -31.069 -5.669 -3.288 0.44 -0.32 -0.092
O 12.125 6.618 -1.461 0.159 -0.194 0.158
O -10.889 0.23 -0.423 0.057 0.074 -0.548
O -2.757 4.613 -3.556 0.209 0.115 -0.149
O 14.861 3.969 23.445 0.195 0.361 -0.448
O 9.002 5.13 24.965 0.256 0.463 0.313
O 32.607 -7.802 -2.62 0.266 -0.345 0.482
O -13.593 -8.088 -0.49 -0.164 0.112 -0.018
O -8.254 -8.046 -0.45 -0.044 -0.165 -0.501
O 13.375 2.012 -4.08 -0.002 0.098 0.617
O 20.508 -0.682 23.882 0.059 -0.537 0.149
O -32.507 6.358 24.529 -0.077 0.507 -0.374
O 16.04 2.34 25.157 -0.043 -0.626 0.202
O -27.58 -3.824 25.63 -0.508 0.377 0.274
O -17.572 3.05 -7.062 -0.388 -0.392 -0.095
O -19.719 4.223 23.055 -0.19 -0.504 0.397
O -5.267 -7.942 22.223 -0.14 -0.364 -0.187
O 8.555 6.224 -4.451 -0.372 -0.053 0.107
O -7.985 2.663 -0.506 0.049 -0.005 -0.371
O -13.601 -2.666 -0.562 -0.034 0.226 -0.265
O -12.66 -0.206 24.563 0.01 -0.558 -0.525
O -14.178 4.805 -6.539 0.429 0.016 -0.299
O 7.803 -7.655 -3.783 0.043 0.007 0.124
O 3.554 7.176 -1.201 -0.682 -0.135 -0.068
O 13.69 -0.618 -4.605 -0.398 -0.493 -0.364
O 9.387 -3.681 23.478 0.028 0.255 0.27
O 8.024 2.534 -6.764 -0.309 0.237 0.334
O -1.421 -6.994 24.065 -0.157 -0.141 0.388
O 31.841 -1.188 24.442 -0.076 -0.325 0.219
O 31.904 -3.344 -5.874 -0.567 0.1 -0.377
O -28.672 6.194 23.043 0.099 -0.546 0.053
O -0.546 3.103 25.447 0.167 -0.157 -0.516
O 1.628 -4.773 -2.354 -0.206 0.232 0.448
O -17.32 -6.608 -2.952 -0.773 0.295 0.074
O -9.179 -3.962 24.406 -0.471 0.238 -0.135
O -2.216 3.488 -5.837 -0.36 0.041 0.087
O -23.328 -3.882 23.264 -0.225 -0.316 0.057
O 26.976 -7.876 25.571 -0.362 -0.128 -0.123
O -7.335 1.169 -6.207 0.156 -0.577 0.129
O 13.56 0.066 22.189 -0.021 0.117 0.47
O -25.575 -5.472 -6.262 -0.582 -0.351 0.314
O 1.237 -5.317 24.012 -0.491 -0.102 -0.381
O 6.766 -7.112 23.282 0.072 0.287 0.48
O -3.343 7.037 -2.76 -0.414 -0.041 -0.424
O -8.76 2.177 -4.295 -0.01 0.372 0.09
O -12.647 2.748 -5.939 0.45 0.43 0.269
O -22.771 -1.818 24.938 0.56 0.019 -0.366
O -25.106 -1.08 22.908 0.247 -0.205 0.196
O -31.957 -3.276 25.12 0.337 -0.238 -0.188
O -19.428 2.731 -3.817 0.013 -0.053 0.505
O -20.808 6.007 -5.895 0.548 -0.295 -0.104
O -29.471 8.038 24.631 0.554 0.061 -0.082
O -20.162 0.226 -3.51 0.765 -0.257 0.177
O -14.668 7.154 -5.729 0.01 0.034 -0.022
O 19.625 -5.755 25.239 -0.199 0.408 0.608
O 2.222 5.831 25.124 0.321 0.232 0.111
O 8.692 3.794 -3.384 0.053 0 -0.318
O 0.693 -2.412 -3.163 -0.319 -0.23 0.295
O -27.314 0.044 -0.563 0.227 0.091 -0.225
O 15.876 -2.047 -5.164 -0.372 -0.17 -0.137
O 26.938 4.155 -3.015 0.172 -0.527 -0.157
O 22.841 -3.543 -2.903 0.027 0.042 -0.29
O -22.006 2.011 -3.914 -0.206 0.5 -0.159
O 8.916 1.156 22.903 -0.195 0.286 0.086
O -31.475 -7.089 25.747 0.213 -0.2 0.029
O 30.302 5.936 25.281 -0.135 -0.016 0.269
O 19.368 5.551 25.753 -0.292 -0.303 -0.461
O -29.58 2.328 -4.168 -0.216 0.547 0.141
O -12.098 -4.659 -5.166 0.166 0.536 0.451
O 9.509 -7.588 24.308 -0.398 -0.155 -0.169
O -26.388 -3.054 -5.85 -0.461 -0.087 0.459
O 26.961 -0.338 -3.272 0.319 0.032 -0.264
O -12.885 -2.408 -6.42 -0.344 0.074 0.194
O 22.306 2.083 -2.555 0.238 -0.405 -0.136
O 32.078 5.507 -6.185 0.182 -0.355 0.031
O 12.393 4.613 23.12 -0.176 0.654 0.224
O 1.67 2.332 -3.092 -0.215 -0.494 0.124
O 10.694 3.186 25.697 0.072 0.041 -0.044
O -15.133 1.516 -2.723 0.39 -0.231 -0.145
O -26.909 2.351 25.214 0.021 0.161 0.105
O 22.485 0.268 -5.672 -0.026 -0.214 -0.01
O 17.892 -1.288 23.269 -0.125 -0.134 0.359
O 23.664 7.341 -3.33 0.062 0.298 0.227
O -7.901 6.256 -3.97 -0.16 0.004 0.161

Results
total energy: -406618.399 eV
total energy less fixed offsets of O -438.25, Si -107.07 eV per atom: -5.599 eV
